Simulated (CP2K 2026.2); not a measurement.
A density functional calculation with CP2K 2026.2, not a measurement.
Periodic cell of 2016 atoms, Si1440O576, from a study of silicon, its oxide and their interface. The atomic structure is a simulated model.
Doubt: the forces sum to 6.06 eV/angstrom along one axis rather than to zero, so they err by at least 0.0030 eV/angstrom per atom on average; the grid cutoff is modest.

Settings: functional PBE; method Gaussian and plane waves; basis set DZVP-MOLOPT-SR-GTH; pseudopotentials GTH-PBE; grid cutoff 350 Ry, relative cutoff 50 Ry; k points Gamma only; occupations fixed; spin none; net charge 0.

Cell vectors (angstrom)
a 65.28 0 0
b 0 16.32 0
c 0.2917 0.4357 33.3991

Atoms and the computed forces on them: element, x, y, z (angstrom), force x, y, z (eV/angstrom)
Si 1.236 14.834 0.523 0.5 -0.077 0.635
Si 4.186 1.394 0.242 0.172 -0.199 0.735
Si 1.914 3.634 0.1 -0.245 0.266 0.691
Si 4.479 6.446 0.281 -0.06 0.173 0.739
Si 0.959 9.881 0.278 0.141 -0.048 0.678
Si 4.422 11.96 0.515 -0.128 0.088 0.76
Si 7.161 14.499 0.548 0.008 0.14 0.805
Si 10.038 0.556 0.092 -0.146 0.389 0.773
Si 6.804 4.325 0.214 0.121 -0.145 0.7
Si 9.895 6.875 0.115 -0.002 -0.218 0.713
Si 6.662 9.762 0.159 0.295 -0.238 0.708
Si 9.549 12.559 0.418 -0.026 -0.353 0.654
Si 12.339 14.926 0.604 -0.019 0 0.683
Si 14.956 1.372 0.424 -0.007 0.069 0.613
Si 13.022 3.882 33.329 -0.111 0.245 0.878
Si 16.015 6.749 33.36 -0.406 0.019 0.815
Si 12.586 9.568 0.126 -0.189 0.131 0.73
Si 14.608 12.958 0.083 0.1 -0.267 0.781
Si 17.064 15.504 0.037 0.312 0.014 0.813
Si 20 2.065 0.051 -0.003 -0.241 0.726
Si 17.768 4.105 0.425 -0.017 -0.034 0.598
Si 20.026 7.045 0.168 0.274 -0.015 0.679
Si 18.294 9.859 33.287 -0.373 0.082 0.682
Si 20.57 12.507 33.362 -0.252 0.372 0.653
Si 22.792 15.041 0.15 -0.113 0.26 0.538
Si 25.428 1.781 0.068 0.127 -0.163 0.727
Si 23.344 4.105 0.065 -0.325 0.115 0.792
Si 25.641 6.739 0.139 0.03 0.167 0.604
Si 22.682 9.974 0.028 0.337 -0.248 0.758
Si 25.298 12.985 0.04 0.23 -0.38 0.595
Si 28.656 14.823 0.133 0.008 0.153 0.753
Si 31.488 1.192 0.09 -0.145 0.057 0.786
Si 28.255 5.07 33.24 0.188 -0.145 0.731
Si 30.805 7.211 0.062 0.154 -0.047 0.805
Si 28.792 9.797 33.299 -0.131 0.283 0.764
Si 31.141 13.034 33.191 0.225 -0.249 0.748
Si 33.637 15.262 0.111 0.082 -0.029 0.737
Si 36.67 2.157 33.386 0.14 -0.16 0.766
Si 34.134 3.891 0.077 -0.017 0.12 0.776
Si 37.152 6.975 33.388 -0.374 0.389 0.689
Si 34.315 10.119 33.304 -0.246 -0.034 0.736
Si 37.139 12.478 33.351 -0.149 0.225 0.704
Si 39.78 15.246 33.312 -0.144 0.205 0.746
Si 42.102 1.361 0.065 -0.029 -0.095 0.718
Si 39.176 4.36 0.013 0.298 -0.439 0.667
Si 42.223 6.495 0.118 0.01 0.154 0.695
Si 39.007 9.716 0.004 0.232 -0.08 0.69
Si 41.969 12.928 33.068 0.239 -0.26 0.737
Si 45.296 15.044 33.06 -0.178 0.311 0.793
Si 48.163 1.578 33.069 -0.221 0.221 0.765
Si 44.49 4.347 0.093 0.079 -0.133 0.751
Si 47.243 7.005 0.277 0.069 -0.109 0.71
Si 45.335 9.605 33.349 -0.237 0.221 0.717
Si 47.569 12.817 33.161 0.254 -0.177 0.783
Si 50.344 15.569 33.19 0.173 -0.169 0.742
Si 52.971 2.192 33.233 0.204 -0.207 0.727
Si 50.887 4.577 33.31 -0.336 0.209 0.762
Si 53.297 7.536 33.033 -0.022 -0.139 0.68
Si 50.213 9.112 0.145 0.031 0.042 0.611
Si 53.054 12.021 0.133 -0.145 0.102 0.55
Si 56.095 15.486 33.392 0.265 -0.374 0.57
Si 58.538 1.308 0.227 0.009 -0.066 0.59
Si 56.562 3.894 33.068 -0.202 0.369 0.618
Si 58.703 6.983 0.301 0.022 -0.353 0.658
Si 56.45 9.119 0.048 -0.323 0.17 0.669
Si 58.773 12.084 0.204 0.199 -0.111 0.637
Si 62.05 14.457 0.238 -0.226 0.035 0.618
Si 64.531 0.958 0.377 -0.395 0.207 0.746
Si 61.178 3.843 0.149 0.022 0.261 0.554
Si 63.775 6.954 0.5 0.248 -0.257 0.674
Si 61.522 9.207 0.732 -0.16 0.32 0.663
Si 64.109 12.163 0.662 -0.049 0.028 0.498
Si 3.026 16.07 1.528 -0.09 0.031 -0.146
Si 5.73 2.64 1.525 -0.065 0.039 -0.095
Si 2.922 5.265 1.541 -0.061 -0.019 -0.19
Si 5.64 8.092 1.5 -0.078 0.053 -0.106
Si 2.756 10.765 1.63 0 -0.03 -0.184
Si 5.666 13.373 1.879 -0.086 0.008 -0.15
Si 8.427 16.117 1.657 -0.095 0.065 -0.147
Si 11.062 2.443 1.291 -0.143 0.066 -0.068
Si 8.448 5.477 1.434 -0.06 0.041 -0.064
Si 11.302 8.1 1.486 -0.114 0.133 -0.038
Si 8.407 10.764 1.468 -0.086 0.051 -0.081
Si 11.011 13.566 1.895 -0.105 0.093 -0.019
Si 13.699 16.332 1.815 -0.062 0.099 -0.014
Si 16.364 2.735 1.66 -0.033 0.08 -0.014
Si 13.87 5.245 1.142 -0.12 0.134 -0.084
Si 16.451 8.165 1.264 -0.036 0.156 -0.024
Si 13.749 11.11 1.387 -0.019 0.084 -0.029
Si 16.21 13.874 1.525 0.012 0.054 -0.067
Si 18.876 0.254 1.192 0.105 -0.025 -0.126
Si 21.611 3.094 1.374 0.181 -0.033 -0.054
Si 18.995 5.61 1.681 0.076 -0.032 -0.055
Si 21.645 8.296 1.333 0.082 -0.037 -0.033
Si 18.885 10.953 1.435 0.035 -0.025 -0.015
Si 21.351 13.725 1.347 0.051 -0.111 -0.019
Si 24.158 0.265 1.332 0.119 -0.088 -0.013
Si 27.007 2.995 1.297 0.078 -0.125 0.015
Si 24.337 5.55 1.604 0.102 -0.123 0.006
Si 26.89 8.377 1.282 0.073 -0.147 -0.011
Si 24.273 11.192 1.255 0.118 -0.095 -0.019
Si 26.985 13.844 1.421 0.098 -0.164 0.013
Si 29.812 0.142 1.341 0.034 -0.097 0.009
Si 32.547 2.807 1.383 -0.011 -0.034 0.025
Si 29.618 5.63 1.271 0.009 -0.143 0.022
Si 32.491 8.392 1.196 0.009 -0.038 0.035
Si 29.678 11.039 1.141 -0.014 -0.106 0.011
Si 32.417 13.675 1.269 -0.072 -0.087 0.028
Si 35.26 0.116 1.308 -0.028 0.026 -0.023
Si 37.989 2.782 1.31 -0.025 0.054 -0.021
Si 35.256 5.503 1.336 -0.006 -0.016 0.008
Si 37.914 8.166 1.325 -0.041 -0.044 -0.004
Si 35.259 11.013 1.336 0.023 -0.024 -0.022
Si 37.956 13.659 1.244 -0.019 0.01 -0.032
Si 40.638 0.029 1.291 0.012 -0.013 -0.074
Si 43.51 2.652 1.384 0.011 0.053 -0.107
Si 40.72 5.369 1.441 -0.059 0.009 -0.033
Si 43.408 8.135 1.294 0.073 0.014 -0.103
Si 40.692 10.888 1.143 0.014 0.054 -0.063
Si 43.358 13.566 1.032 0.047 0.019 -0.057
Si 46.182 16.297 0.956 0.067 -0.054 -0.073
Si 48.917 2.817 1.041 0.083 -0.054 -0.028
Si 46.048 5.424 1.439 0.075 -0.009 -0.024
Si 48.714 8.196 1.616 0.123 -0.1 0.02
Si 46.111 10.87 1.183 0.057 0.025 -0.087
Si 48.903 13.512 1.091 -0.012 -0.008 0
Si 51.632 0.023 1.093 0.042 -0.018 -0.008
Si 54.476 2.681 1.099 0.033 -0.032 0.058
Si 51.771 5.66 1.238 0.101 0.055 0.022
Si 54.658 7.99 1.123 -0.036 0.07 -0.052
Si 51.667 10.588 1.338 -0.041 -0.058 0.03
Si 54.44 13.555 1.259 0.043 0.019 0.087
Si 57.267 16.129 1.445 -0.078 0.013 0.082
Si 59.939 2.545 1.602 -0.023 -0.06 -0.036
Si 57.352 5.184 1.089 0.011 0.056 -0.026
Si 59.964 8.015 1.95 -0.059 0.031 -0.05
Si 57.444 10.642 1.505 -0.012 0.122 -0.054
Si 60.175 13.493 1.453 0.003 0.077 -0.159
Si 62.89 16.136 1.625 -0.013 0.08 -0.112
Si 0.301 2.64 1.555 0.023 0.037 -0.155
Si 62.585 5.244 1.532 -0.041 -0.044 -0.16
Si 0.142 8.124 1.659 0.021 0.004 -0.187
Si 62.689 10.819 1.878 -0.036 -0.004 -0.133
Si 0.163 13.464 2.028 -0.037 0 -0.159
Si 1.648 1.205 2.902 -0.032 -0.022 -0.069
Si 4.323 3.954 2.925 -0.051 0.011 -0.078
Si 1.556 6.681 2.881 -0.014 -0.011 -0.121
Si 4.203 9.365 2.907 -0.028 0.012 -0.094
Si 1.597 12.087 3.173 0.008 -0.007 -0.065
Si 4.32 14.851 3.049 -0.072 0.013 -0.072
Si 7.083 1.286 2.891 -0.103 -0.003 -0.067
Si 9.775 3.956 2.681 -0.051 0.044 -0.026
Si 7.07 6.776 2.859 -0.11 0.011 -0.053
Si 9.803 9.407 2.809 -0.076 0.075 -0.013
Si 7.099 11.997 3.055 -0.032 0.006 -0.007
Si 9.673 14.897 3.191 -0.129 0.06 0.043
Si 12.285 1.364 3 -0.151 0.072 0.051
Si 15.011 4.123 2.884 -0.11 0.116 0.049
Si 12.61 6.632 2.697 -0.038 0.001 0.047
Si 15.083 9.56 2.642 -0.056 0.088 0.049
Si 12.441 12.169 3.015 -0.052 0.063 0.06
Si 15.034 15.01 3.129 -0.037 0.07 0.088
Si 17.733 1.397 2.909 0.039 -0.013 0.064
Si 20.408 4.311 2.939 0.084 -0.064 0.099
Si 17.644 6.989 2.92 -0.006 0.067 0.074
Si 20.316 9.647 2.783 0.074 -0.054 0.009
Si 17.571 12.369 2.747 -0.013 0.047 0.008
Si 20.127 15.168 2.675 0.06 0.018 0.008
Si 22.887 1.626 2.737 0.065 -0.098 0.058
Si 25.732 4.225 2.865 0.114 -0.143 0.049
Si 22.963 7.005 2.789 0.067 -0.085 0.042
Si 25.61 9.801 2.64 0.063 -0.11 0.017
Si 22.875 12.467 2.685 0.101 -0.121 0.071
Si 25.608 15.264 2.699 0.059 -0.068 0.058
Si 28.414 1.589 2.6 0.022 -0.14 0.057
Si 31.08 4.245 2.578 0.025 -0.045 0.049
Si 28.303 7.015 2.669 0.038 -0.113 0.067
Si 31.125 9.757 2.569 -0.024 -0.074 0.043
Si 28.337 12.359 2.638 0.112 -0.124 0.086
Si 31.129 15.062 2.703 0.04 -0.065 0.098
Si 33.919 1.454 2.736 -0.027 -0.031 0.081
Si 36.654 4.164 2.705 -0.043 0.003 0.029
Si 33.839 6.947 2.564 -0.026 -0.003 0.046
Si 36.578 9.564 2.666 -0.003 0.036 0.075
Si 33.856 12.378 2.623 -0.063 -0.016 0.067
Si 36.616 15.026 2.617 -0.012 0.037 0.016
Si 39.302 1.372 2.664 0 0.046 -0.009
Si 42.079 3.98 2.735 0.055 0.034 0.038
Si 39.351 6.842 2.683 -0.017 0.026 0.018
Si 42.045 9.556 2.572 0.005 0.027 -0.044
Si 39.353 12.262 2.574 0.012 0.022 0.02
Si 42.096 14.953 2.53 0.022 0.03 -0.028
Si 44.934 1.267 2.564 0.079 -0.048 -0.02
Si 47.546 4.022 2.569 0.085 0.004 0.01
Si 44.723 6.821 2.757 0.018 0.011 0.032
Si 47.391 9.651 2.774 -0.011 0.021 0.027
Si 44.698 12.23 2.497 0.045 0.012 0.008
Si 47.515 14.926 2.436 0.066 0.012 0.066
Si 50.25 1.392 2.466 0.021 -0.02 0.112
Si 53.147 4.135 2.5 -0.024 0.009 0.069
Si 50.281 6.795 2.697 0.059 -0.074 0.061
Si 53.203 9.33 2.583 -0.015 -0.101 0.061
Si 50.254 12.124 2.513 0.021 -0.012 0.024
Si 53.022 14.971 2.516 -0.07 -0.02 0.068
Si 55.75 1.257 2.593 0.024 0.071 0.078
Si 58.526 3.955 2.769 -0.046 0.073 0.025
Si 55.926 6.567 2.52 -0.028 0.012 0.093
Si 58.578 9.413 3.098 -0.033 0.097 0.112
Si 55.878 12.128 2.587 0.015 0.021 0.087
Si 58.686 14.812 2.759 -0.016 -0.008 0.056
Si 61.383 1.171 2.84 -0.012 0.008 -0.009
Si 64.073 3.936 2.841 -0.025 0.042 -0.073
Si 61.338 6.544 3.056 0.046 -0.009 0.015
Si 64.073 9.386 3.113 -0.028 -0.027 -0.042
Si 61.277 12.187 3.063 -0.029 0.044 -0.013
Si 64.074 14.894 3.203 -0.003 0.045 -0.061
Si 0.235 16.286 4.359 0.034 0.016 -0.021
Si 2.943 2.606 4.274 0.026 -0.002 -0.035
Si 0.13 5.336 4.202 -0.037 0.024 -0.027
Si 2.891 8.01 4.288 -0.018 0.041 -0.012
Si 0.158 10.747 4.435 -0.017 0.018 -0.033
Si 2.945 13.523 4.413 -0.012 0.001 -0.006
Si 5.683 16.281 4.295 0.027 0.008 -0.029
Si 8.405 2.708 4.196 0.011 0.009 -0.021
Si 5.67 5.398 4.208 -0.015 0.01 -0.004
Si 8.403 8.121 4.223 -0.035 0.029 0.003
Si 5.599 10.71 4.303 -0.024 -0.004 -0.057
Si 8.313 13.475 4.423 -0.017 0.001 -0.013
Si 11.008 16.336 4.422 -0.002 0.002 0.008
Si 13.664 2.777 4.275 0.009 -0.006 -0.03
Si 11.118 5.361 4.077 -0.009 0.002 -0.04
Si 13.79 8.147 4.093 -0.017 0.012 -0.037
Si 11.042 10.791 4.272 -0.044 -0.016 -0.017
Si 13.688 13.595 4.389 -0.035 0.037 -0.008
Si 16.415 0.088 4.355 -0.001 0.006 -0.019
Si 19.068 2.834 4.217 0.008 -0.014 -0.062
Si 16.337 5.535 4.231 -0.05 0.025 -0.023
Si 19.04 8.303 4.236 0.072 -0.008 0.004
Si 16.33 10.93 4.138 -0.033 -0.005 -0.023
Si 18.928 13.741 4.126 0.019 0 -0.019
Si 21.593 0.151 4.064 0.014 0.017 -0.052
Si 24.346 2.849 4.151 0.003 0.032 -0.02
Si 21.737 5.651 4.264 0.021 0.017 0.001
Si 24.366 8.375 4.072 0.044 -0.011 -0.003
Si 21.675 11.034 4.12 0.038 -0.02 -0.034
Si 24.312 13.798 4.038 0.011 -0.025 -0.041
Si 27.07 0.224 4.023 -0.005 0.028 -0.013
Si 29.802 2.877 4.006 -0.004 -0.015 0.003
Si 27.094 5.629 4.137 0.006 0.004 -0.01
Si 29.786 8.347 3.958 -0.017 -0.007 -0.035
Si 27.04 11.026 4.05 0.037 -0.012 0.021
Si 29.748 13.702 4.02 -0.001 0.002 -0.039
Si 32.539 0.08 4.054 -0.007 -0.007 -0.018
Si 35.287 2.816 4.065 0.004 -0.017 -0.006
Si 32.491 5.581 3.943 0.002 -0.007 -0.005
Si 35.207 8.232 4.01 0.015 -0.009 -0.016
Si 32.509 11.025 3.998 -0.022 -0.021 -0.009
Si 35.244 13.699 3.992 -0.007 -0.01 0.006
Si 37.964 16.347 4.023 -0.005 0.001 0.013
Si 40.691 2.673 4.061 -0.015 0.02 0.004
Si 38.005 5.504 4.066 -0.007 0.001 -0.027
Si 40.722 8.21 4 0 -0.019 -0.02
Si 37.997 10.924 3.978 -0.002 0.002 -0.015
Si 40.735 13.615 3.939 -0.024 0.001 -0.033
Si 43.486 16.282 3.914 -0.021 0.001 0
Si 46.238 2.646 3.958 -0.019 0.019 0.022
Si 43.406 5.404 4.071 0.024 -0.009 -0.006
Si 46.111 8.179 4.075 -0.01 -0.025 0.018
Si 43.414 10.888 3.95 0.025 -0.003 0.005
Si 46.14 13.586 3.851 0.011 0.009 -0.062
Si 48.901 16.291 3.84 0.002 0.005 -0.046
Si 51.692 2.718 3.832 0.001 -0.029 -0.061
Si 48.921 5.362 3.971 -0.019 0.056 -0.019
Si 51.729 8.103 3.998 0.011 0.025 0.001
Si 48.9 10.916 4.019 0.022 -0.008 0.025
Si 51.642 13.54 3.844 0.072 -0.007 0.005
Si 54.364 16.26 3.963 0.037 -0.022 0.021
Si 57.096 2.593 4.033 -0.011 -0.012 -0.003
Si 54.484 5.359 3.974 0.009 0.034 -0.001
Si 57.101 7.955 4.116 -0.024 -0.059 -0.04
Si 54.464 10.784 3.953 0.071 -0.055 -0.004
Si 57.199 13.472 4.031 -0.024 -0.004 -0.008
Si 59.945 16.197 4.173 0.003 0.006 0.018
Si 62.706 2.57 4.198 0.019 0.004 -0.032
Si 59.852 5.24 4.249 -0.013 -0.016 0.001
Si 62.673 7.986 4.352 -0.024 0.058 0.007
Si 59.911 10.816 4.368 0.01 0.023 0.02
Si 62.643 13.516 4.413 -0.021 0.018 -0.008
Si 1.311 14.888 16.291 0.003 0.006 -0.001
Si 4.076 1.319 16.325 0.008 0.006 0.024
Si 1.292 4.025 16.312 -0.006 0.002 0.011
Si 4.105 6.796 16.336 0.008 0.012 0.022
Si 1.379 9.419 16.227 0.034 -0.002 0.01
Si 4.092 12.196 16.334 -0.006 0.013 0.015
Si 6.899 14.918 16.384 -0.007 0.016 -0.001
Si 9.594 1.343 16.454 -0.015 0.005 -0.003
Si 6.887 4.073 16.395 0.004 -0.023 0
Si 9.652 6.834 16.469 0.002 0.014 0.016
Si 6.87 9.524 16.383 -0.008 0.016 0.008
Si 9.615 12.225 16.483 0.007 0.006 0.003
Si 12.316 14.947 16.512 -0.032 0.011 0.007
Si 15.047 1.402 16.536 -0.018 0.02 0.013
Si 12.351 4.096 16.496 -0.008 -0.004 0.003
Si 15.078 6.854 16.524 -0.008 -0.002 0.008
Si 12.344 9.528 16.571 -0.008 -0.001 0.01
Si 15.037 12.245 16.595 0.004 -0.01 0.028
Si 17.782 15.038 16.537 -0.005 -0.002 -0.002
Si 20.453 1.465 16.54 -0.001 -0.019 0.029
Si 17.788 4.149 16.575 0.002 0.013 0.012
Si 20.502 6.884 16.535 0.015 -0.038 0.013
Si 17.789 9.63 16.565 0.012 0.007 0.015
Si 20.503 12.355 16.588 -0.004 0.002 0.027
Si 23.107 15.08 16.502 0.012 -0.03 0.029
Si 25.848 1.528 16.367 0.016 -0.022 0.004
Si 23.178 4.238 16.485 0.034 -0.017 0.024
Si 25.852 7.011 16.415 0.011 -0.018 0.021
Si 23.198 9.673 16.53 0.029 -0.005 0.025
Si 25.812 12.38 16.368 0.017 -0.025 0.003
Si 28.521 15.171 16.265 0.007 0.02 -0.005
Si 31.294 1.56 16.198 0.008 0 -0.012
Si 28.611 4.326 16.287 0.013 -0.006 0.019
Si 31.313 6.917 16.276 -0.001 -0.002 0.004
Si 28.546 9.675 16.261 -0.011 -0.002 -0.006
Si 31.282 12.378 16.155 0.007 -0.004 -0.024
Si 34.015 15.078 16.184 0.019 -0.009 0.003
Si 36.71 1.438 16.274 0.019 -0.003 0.012
Si 34.007 4.211 16.293 0.01 -0.006 0.017
Si 36.764 6.881 16.226 -0.005 0.011 -0.007
Si 34.008 9.648 16.195 -0.019 0.002 0.003
Si 36.737 12.31 16.243 -0.006 0.012 -0.007
Si 39.412 15.004 16.268 -0.006 -0.006 0.005
Si 42.15 1.377 16.325 0.016 -0.009 0.011
Si 39.475 4.119 16.325 0.001 0.018 0.013
Si 42.144 6.808 16.368 -0.008 0.013 0.009
Si 39.407 9.55 16.322 -0.024 0.022 -0.001
Si 42.152 12.258 16.308 0 0.022 0.005
Si 44.829 14.915 16.338 -0.003 -0.013 0.011
Si 47.574 1.277 16.282 0.008 0.002 0.004
Si 44.844 4.073 16.32 0.011 0.008 0.001
Si 47.523 6.735 16.298 0.002 -0.008 -0.017
Si 44.827 9.459 16.354 0.001 -0.014 0.007
Si 47.491 12.125 16.297 -0.027 -0.005 0.008
Si 50.273 14.827 16.231 -0.008 0.005 -0.002
Si 52.98 1.226 16.23 -0.017 0.017 0.003
Si 50.318 3.959 16.273 0.003 -0.01 -0.002
Si 53.013 6.607 16.259 0.003 0.005 0.015
Si 50.222 9.361 16.24 -0.006 -0.018 -0.002
Si 52.975 12.075 16.224 -0.019 -0.01 0.012
Si 55.694 14.828 16.196 -0.024 0.009 0.016
Si 58.44 1.277 16.281 -0.011 -0.012 0.022
Si 55.757 3.947 16.302 0.019 -0.002 0.03
Si 58.44 6.631 16.244 0.003 0.003 0.016
Si 55.684 9.324 16.206 -0.022 0.001 0.011
Si 58.405 12.089 16.14 -0.033 0.001 0
Si 61.128 14.905 16.178 0.001 0.026 0.012
Si 63.842 1.278 16.302 0.023 0 0.02
Si 61.165 3.969 16.28 -0.016 0.016 0.027
Si 63.895 6.691 16.279 0.009 -0.007 0.015
Si 61.153 9.395 16.208 -0.023 0.03 -0.005
Si 63.886 12.166 16.176 0.009 0 0.019
Si 2.635 16.293 17.62 0.021 0.012 -0.001
Si 5.474 2.675 17.642 0.009 -0.018 0.002
Si 2.623 5.472 17.589 -0.009 0.026 0.021
Si 5.473 8.179 17.69 -0.007 -0.007 0.017
Si 2.676 10.794 17.599 -0.012 -0.001 0.017
Si 5.498 13.549 17.657 -0.021 -0.031 0.009
Si 8.248 16.258 17.786 0.003 -0.014 0.024
Si 10.936 2.734 17.794 0.027 -0.002 0.021
Si 8.244 5.478 17.741 0.011 -0.015 0.004
Si 11.012 8.13 17.928 -0.016 -0.018 0.018
Si 8.245 10.828 17.782 -0.009 -0.017 0.03
Si 10.953 13.581 17.88 -0.016 0.009 -0.007
Si 13.653 16.34 17.846 -0.013 -0.009 -0.001
Si 16.421 2.749 17.91 -0.002 -0.001 -0.001
Si 13.735 5.452 17.849 -0.005 -0.01 -0.006
Si 16.41 8.254 17.879 -0.019 -0.025 -0.004
Si 13.685 10.855 17.997 -0.009 -0.009 0.033
Si 16.422 13.662 17.872 0.027 0.023 0.007
Si 19.123 16.396 17.933 0.015 -0.015 0.011
Si 21.812 2.876 17.856 -0.005 0.018 0.005
Si 19.189 5.499 17.936 -0.006 -0.033 0.025
Si 21.854 8.275 17.878 0.006 0.002 0.001
Si 19.172 10.971 17.957 -0.014 -0.014 0.016
Si 21.833 13.721 18.011 0.023 0.018 0.016
Si 24.436 16.544 17.755 -0.001 0.029 -0.014
Si 27.262 2.953 17.595 -0.022 -0.019 -0.035
Si 24.535 5.648 17.822 -0.001 0.027 0.001
Si 27.183 8.448 17.734 0.016 0.052 -0.015
Si 24.539 11.085 17.901 0.005 0.01 0.017
Si 27.149 13.815 17.612 -0.016 0.008 0.021
Si 29.874 0.298 17.534 -0.031 0.042 0.044
Si 32.61 2.87 17.64 -0.033 0.006 0.009
Si 29.945 5.662 17.722 -0.005 -0.03 0.069
Si 32.668 8.322 17.569 0.025 0.018 0.027
Si 29.923 11.062 17.519 -0.012 0.002 -0.015
Si 32.678 13.681 17.484 -0.015 -0.024 0.022
Si 35.286 16.445 17.614 -0.028 -0.037 -0.008
Si 38.11 2.743 17.65 -0.023 0.008 0.021
Si 35.415 5.585 17.602 0.001 -0.007 0.021
Si 38.059 8.17 17.704 -0.004 0.007 0.004
Si 35.389 10.938 17.579 0.002 0.009 0.022
Si 38.011 13.709 17.641 0.003 0.005 0.02
Si 40.807 16.292 17.655 -0.023 -0.017 -0.003
Si 43.491 2.75 17.713 -0.018 -0.015 0.005
Si 40.807 5.463 17.769 -0.003 -0.03 0.004
Si 43.484 8.142 17.795 0.018 0.002 0.053
Si 40.768 10.934 17.651 -0.023 -0.022 -0.003
Si 43.471 13.584 17.764 -0.027 0.036 0.005
Si 46.209 16.273 17.677 0.022 -0.009 0.012
Si 49.011 2.562 17.634 0.016 -0.021 -0.008
Si 46.191 5.412 17.718 -0.038 0.049 0.039
Si 48.859 8.068 17.685 0.015 0.024 0.003
Si 46.158 10.79 17.762 0.023 0.031 0.013
Si 48.912 13.461 17.578 0.039 0.017 0.004
Si 51.662 16.147 17.596 0.005 -0.008 -0.009
Si 54.359 2.558 17.588 -0.02 -0.031 0.013
Si 51.688 5.27 17.68 0.025 -0.03 0.035
Si 54.442 7.879 17.618 0.03 -0.005 0.011
Si 51.651 10.64 17.558 0.006 0.014 0.017
Si 54.366 13.433 17.548 0.043 0.006 0.012
Si 57.074 16.163 17.552 0.016 0.037 -0.003
Si 59.79 2.663 17.674 -0.004 0.004 0.013
Si 57.174 5.266 17.704 0.012 -0.005 0.013
Si 59.839 7.973 17.547 0.011 -0.018 0.014
Si 57.062 10.706 17.482 0.033 0.024 0.009
Si 59.761 13.489 17.423 -0.02 -0.014 -0.011
Si 62.435 16.233 17.617 0.002 -0.001 0.044
Si 65.161 2.679 17.665 -0.025 -0.021 -0.007
Si 62.563 5.285 17.639 0.044 -0.01 -0.006
Si 65.267 8.097 17.567 -0.005 -0.031 0.033
Si 62.501 10.826 17.487 0.022 -0.006 -0.008
Si 65.184 13.51 17.586 -0.04 0.032 0.029
Si 1.177 1.267 18.967 0.024 -0.095 0.065
Si 4.029 4.101 18.801 0.029 -0.052 0.017
Si 1.251 6.77 19.03 0.054 -0.082 0.013
Si 4.059 9.524 18.999 0.04 -0.042 0.058
Si 1.234 12.103 18.902 0.029 -0.075 -0.016
Si 4.075 14.951 18.868 0.08 -0.033 0.003
Si 6.83 1.319 19.027 -0.06 0.01 0.039
Si 9.625 4.172 19.111 0 0.032 0.055
Si 6.874 6.865 19.042 0.005 0.02 0.032
Si 9.578 9.486 19.225 -0.062 0.022 0.024
Si 6.836 12.189 19.06 -0.003 -0.023 0.028
Si 9.574 14.913 19.246 -0.055 0.047 0.091
Si 12.222 1.337 19.172 -0.08 0.029 0.036
Si 15.075 4.129 19.242 -0.098 0.053 0.014
Si 12.437 6.758 19.285 -0.099 0.066 0.065
Si 15.051 9.458 19.381 -0.076 -0.001 0.059
Si 12.275 12.244 19.302 -0.06 0.009 0.08
Si 15.039 15.015 19.197 -0.08 0.049 0.008
Si 17.742 1.385 19.309 -0.07 0.009 0.003
Si 20.51 4.111 19.371 0.05 -0.046 -0.054
Si 17.842 6.958 19.177 0.022 0.02 -0.053
Si 20.565 9.598 19.323 0.028 -0.024 -0.042
Si 17.784 12.354 19.267 -0.027 0.024 -0.036
Si 20.466 15.101 19.385 0.03 -0.027 -0.049
Si 23.159 1.572 19.239 0.091 -0.055 -0.058
Si 26.025 4.299 19.024 0.127 -0.093 -0.048
Si 23.189 6.951 19.282 0.066 -0.082 -0.045
Si 25.939 9.788 19.285 0.14 -0.048 -0.048
Si 23.231 12.372 19.412 0.055 -0.07 -0.042
Si 25.802 15.168 19.003 0.103 -0.082 -0.076
Si 28.628 1.728 19.011 0.159 -0.009 -0.02
Si 31.275 4.207 19.064 0.023 -0.006 0.026
Si 28.609 7.165 19.026 0.12 0.002 -0.015
Si 31.28 9.719 18.86 0.061 -0.031 0.003
Si 28.543 12.415 18.838 0.09 -0.096 -0.057
Si 31.267 15.14 18.624 0.089 -0.018 -0.052
Si 33.933 1.487 19.006 0.05 -0.035 0.057
Si 36.767 4.185 18.94 0.026 -0.053 -0.011
Si 34.1 7.034 18.926 0.083 0.011 0.021
Si 36.659 9.546 19.019 -0.041 -0.064 0.004
Si 34.026 12.312 18.884 0.035 -0.023 0.033
Si 36.562 15.049 18.991 0.01 -0.05 0.018
Si 39.447 1.303 19 -0.038 -0.061 -0.026
Si 42.177 4.101 19.173 0.031 -0.014 -0.074
Si 39.431 6.838 19.129 -0.008 -0.048 -0.033
Si 42.07 9.586 19.088 0.001 -0.048 -0.096
Si 39.438 12.377 18.956 0.022 -0.007 -0.049
Si 42.118 14.992 19.146 0.005 -0.067 -0.076
Si 44.86 1.371 19.041 -0.008 -0.015 -0.138
Si 47.656 3.982 18.904 0.005 0.014 -0.145
Si 44.846 6.75 19.22 -0.015 -0.027 -0.134
Si 47.495 9.39 19.154 -0.013 -0.024 -0.087
Si 44.787 12.171 19.144 0.004 -0.043 -0.107
Si 47.624 14.87 18.963 -0.013 0.032 -0.134
Si 50.372 1.162 19.025 -0.073 0.113 -0.072
Si 53.086 3.874 19.057 -0.073 0.13 -0.066
Si 50.263 6.668 18.955 -0.061 0.106 -0.119
Si 53.024 9.212 18.881 -0.109 0.102 -0.044
Si 50.219 11.966 18.856 -0.076 0.065 -0.128
Si 52.992 14.734 18.933 -0.075 0.099 -0.025
Si 55.709 1.173 18.909 -0.082 0.128 -0.008
Si 58.569 4.022 19.189 0.021 0.069 0.085
Si 55.824 6.567 19.097 -0.117 0.151 0.031
Si 58.413 9.319 18.788 -0.084 0.073 -0.017
Si 55.732 12.045 18.861 -0.063 0.138 0.003
Si 58.426 14.745 18.839 -0.082 0.07 0.023
Si 61.118 1.302 19.018 -0.024 0.014 0.036
Si 63.833 3.976 19.151 -0.003 0.018 0.077
Si 61.243 6.669 18.944 -0.059 0.048 0.023
Si 63.9 9.525 18.81 0.049 0 -0.004
Si 61.107 12.189 18.775 -0.008 0.08 0.01
Si 63.713 14.779 18.93 0.053 -0.086 -0.003
Si 65.012 16.158 20.26 0.001 0.031 0.069
Si 2.591 2.764 20.079 0.011 -0.053 0.014
Si 65.143 5.435 20.506 0.002 0.027 0.102
Si 2.628 8.226 20.307 -0.007 -0.022 0.068
Si 65.062 10.879 20.323 0.02 -0.008 0.131
Si 2.756 13.428 20.026 0.115 -0.116 0.067
Si 5.367 16.287 20.313 -0.001 -0.063 0.09
Si 8.167 2.804 20.297 -0.062 -0.011 0.059
Si 5.342 5.531 20.137 -0.034 -0.011 0.074
Si 8.2 8.084 20.588 0.013 0.01 0.144
Si 5.465 10.798 20.388 0.059 -0.043 0.069
Si 8.135 13.521 20.519 -0.012 -0.024 0.126
Si 10.869 16.322 20.657 -0.036 0.015 0.117
Si 13.598 2.732 20.461 -0.058 0.042 0.028
Si 11.035 5.407 20.609 -0.045 -0.031 0.095
Si 13.776 7.988 20.839 -0.031 -0.016 0.066
Si 10.897 10.854 20.658 -0.087 0.029 0.117
Si 13.677 13.669 20.561 -0.06 0.013 0.09
Si 16.322 16.372 20.651 -0.057 0.001 0.028
Si 19.119 2.645 20.725 0.036 0.015 -0.002
Si 16.55 5.538 20.458 -0.096 -0.02 0.011
Si 19.159 8.241 20.659 -0.011 -0.021 -0.022
Si 16.413 10.951 20.586 -0.036 0.028 0.026
Si 19.078 13.722 20.737 -0.046 0.015 -0.002
Si 21.833 16.529 20.714 -0.006 -0.054 0.015
Si 24.687 2.98 20.401 0.093 -0.097 -0.066
Si 21.888 5.537 20.718 0.029 -0.045 -0.059
Si 24.612 8.326 20.606 0.132 -0.044 0.012
Si 21.93 10.877 20.797 0.131 -0.031 -0.01
Si 24.633 13.892 20.62 0.044 -0.061 -0.025
Si 27.246 0.267 20.149 0.082 -0.06 0
Si 29.934 2.977 20.644 0.117 -0.026 0.062
Si 27.416 5.688 20.336 0.109 -0.07 -0.004
Si 29.935 8.596 20.391 0.035 0.015 0.097
Si 27.392 11.275 20.52 0.064 -0.083 0.073
Si 29.964 13.822 19.961 0.094 -0.012 0.075
Si 32.443 16.367 20.158 0.083 -0.011 0.097
Si 35.338 2.909 20.278 0.006 -0.026 0.092
Si 32.713 5.687 20.178 0.062 -0.041 0.101
Si 35.337 8.285 20.563 0.037 -0.021 0.112
Si 32.691 10.95 20.228 0.074 -0.03 0.083
Si 35.198 13.667 20.378 0.054 -0.011 0.091
Si 37.955 16.362 20.339 0.018 -0.029 -0.01
Si 40.817 2.614 20.387 0.025 -0.071 -0.013
Si 38.114 5.408 20.465 0.001 -0.08 0.044
Si 40.751 8.227 20.508 0.033 -0.048 -0.016
Si 38.076 10.954 20.183 0.006 -0.068 0.053
Si 40.669 13.693 20.513 -0.003 -0.032 -0.002
Si 43.52 16.374 20.468 -0.045 -0.039 -0.045
Si 46.352 2.687 20.295 -0.014 -0.014 -0.103
Si 43.533 5.372 20.685 0.008 -0.033 -0.052
Si 46.157 8.127 20.67 -0.028 -0.008 -0.048
Si 43.32 10.94 20.567 -0.022 0.011 -0.056
Si 46.292 13.512 20.334 0.016 -0.028 -0.057
Si 49.022 16.139 20.395 0.011 0.053 -0.055
Si 51.756 2.455 20.419 -0.055 0.049 -0.037
Si 48.958 5.291 20.312 -0.041 0.049 -0.038
Si 51.646 7.951 20.321 -0.053 0.131 0.007
Si 48.936 10.728 20.417 0.005 0.079 -0.018
Si 51.602 13.272 20.146 -0.04 0.124 -0.014
Si 54.4 16.047 20.278 -0.079 0.116 0.008
Si 57.042 2.565 20.304 -0.121 0.113 0.072
Si 54.488 5.187 20.502 -0.04 0.084 0.093
Si 57.236 8.015 20.346 -0.131 0.076 0.084
Si 54.392 10.603 20.132 -0.088 0.11 0.023
Si 57.148 13.347 20.234 -0.065 0.083 0.076
Si 59.714 16.152 20.182 -0.042 0.061 0.084
Si 62.433 2.597 20.551 0.027 0.022 0.069
Si 60.086 5.464 20.593 -0.048 -0.06 0.115
Si 62.618 8.133 20.133 0.027 -0.022 0.077
Si 59.804 10.73 19.976 -0.027 0.066 0.055
Si 62.3 13.454 20.335 -0.029 0.061 0.126
Si 1.322 14.741 21.183 -0.249 -0.08 -0.534
Si 4.17 1.688 21.36 -0.213 -0.38 -0.633
Si 1.645 4.31 21.545 -0.339 -0.146 -0.617
Si 3.819 6.636 21.513 0.178 0.268 -0.679
Si 1.02 9.372 21.577 0.183 0.136 -0.774
Si 4.269 12.431 21.529 -0.058 -0.168 -0.721
Si 6.442 14.697 21.667 0.113 0.105 -0.664
Si 9.583 1.696 21.76 -0.043 -0.277 -0.72
Si 6.445 3.959 21.389 0.353 0.252 -0.59
Si 9.88 6.987 21.895 -0.213 -0.125 -0.747
Si 6.93 9.617 21.857 -0.205 -0.201 -0.724
Si 9.144 11.889 21.944 0.186 0.151 -0.769
Si 12.614 15.273 21.922 -0.218 -0.021 -0.725
Si 14.709 1.288 21.867 0.184 0.031 -0.677
Si 12.055 3.694 21.941 0.166 0.362 -0.65
Si 15.271 6.473 22.16 -0.16 0.286 -0.693
Si 12.084 9.251 21.943 0.209 0.089 -0.813
Si 15.185 12.465 21.894 -0.134 -0.158 -0.762
Si 17.327 14.751 22.012 0.311 0.139 -0.787
Si 20.426 1.347 22.242 -0.075 -0.063 -0.709
Si 18.007 4.35 21.821 -0.127 -0.194 -0.695
Si 20.206 6.595 21.987 0.284 0.215 -0.725
Si 18.023 9.889 21.897 -0.191 -0.218 -0.783
Si 20.265 12.077 21.923 0.167 0.174 -0.739
Si 23.543 15.516 21.938 -0.249 -0.388 -0.561
Si 25.868 1.385 21.621 0.171 0.252 -0.548
Si 23.673 4.472 21.843 -0.301 -0.114 -0.674
Si 25.881 6.716 21.73 0.082 0.215 -0.651
Si 23.375 9.467 22.22 -0.226 0.054 -0.71
Si 26.518 13.075 21.77 -0.17 -0.118 -0.885
Si 28.672 15.2 21.281 0.002 0.054 -0.567
Si 30.873 1.001 21.628 -0.102 0.205 -0.74
Si 29.121 4.963 21.84 -0.069 -0.323 -0.697
Si 31.41 7.148 21.431 0.048 0.098 -0.483
Si 29.167 10.413 21.831 -0.177 -0.236 -0.749
Si 31.364 12.533 21.263 0.069 -0.041 -0.57
Si 33.42 14.765 21.553 0.218 -0.043 -0.695
Si 36.86 1.704 21.576 -0.043 -0.077 -0.728
Si 34.21 4.54 21.545 0.013 -0.017 -0.719
Si 36.561 6.59 21.774 0.028 0.228 -0.747
Si 33.573 9.398 21.842 0.221 0.046 -0.636
Si 36.792 12.336 21.515 -0.285 -0.025 -0.704
Si 38.873 14.688 21.715 0.282 0.236 -0.752
Si 42.132 1.346 21.907 0.145 0.062 -0.73
Si 39.266 3.696 21.722 -0.024 0.248 -0.669
Si 42.271 7.028 21.892 -0.002 -0.166 -0.747
Si 39.509 9.873 21.681 -0.012 -0.207 -0.749
Si 41.693 12.12 21.952 0.25 0.183 -0.667
Si 45.234 15.191 21.521 -0.249 -0.173 -0.758
Si 47.489 1.123 21.622 0.342 0.157 -0.658
Si 45.333 4.152 21.788 -0.367 0.005 -0.743
Si 47.467 6.43 21.742 0.032 0.247 -0.814
Si 44.401 9.336 21.889 0.275 -0.03 -0.717
Si 47.803 12.349 21.711 -0.083 -0.181 -0.731
Si 50.121 14.391 21.537 -0.035 0.134 -0.73
Si 53.382 1.275 21.703 -0.267 -0.091 -0.678
Si 50.529 4.084 21.581 -0.148 -0.193 -0.747
Si 52.754 6.326 21.59 0.216 0.149 -0.769
Si 50.545 9.556 21.683 -0.16 -0.2 -0.719
Si 52.771 11.698 21.389 0.017 -0.044 -0.796
Si 55.923 14.82 21.561 -0.216 -0.257 -0.73
Si 58.031 0.818 21.425 0.202 0.071 -0.784
Si 55.588 3.564 21.899 0.167 0.307 -0.724
Si 59.054 7.306 21.693 -0.002 -0.136 -0.779
Si 56.005 9.64 21.51 -0.079 -0.324 -0.672
Si 58.375 11.759 21.447 0.038 0.321 -0.651
Si 61.095 15.036 21.652 -0.009 -0.248 -0.692
Si 63.448 0.858 21.752 0.183 0.109 -0.63
Si 61.455 4.119 22.138 0.006 0.047 -0.803
Si 64.061 7.208 21.705 -0.075 -0.359 -0.729
Si 61.226 9.526 21.31 0.067 0.061 -0.519
Si 63.315 11.824 21.687 0.146 0.114 -0.705
Si 4.825 7.487 26.936 0.021 -0.02 -0.21
Si 5.723 3.719 24.09 -0.018 -0.033 -0.042
Si 60.208 2.481 27.116 0.075 0.028 -0.155
Si 2.562 3.84 24.253 0.077 -0.077 -0.024
Si 4.945 8.303 23.899 0.056 0.017 -0.071
Si 4.215 15.538 25.381 0.006 0.218 -0.026
Si 5.723 10.327 27.209 0.036 0.068 0.02
Si 7.807 1.757 24.409 -0.137 0.214 -0.071
Si 10.581 8.367 26.363 -0.06 0.059 0.08
Si 14.622 9.03 28.685 -0.111 -0.088 0.011
Si 8.55 10.397 26.462 -0.031 -0.047 0.054
Si 9.328 13.002 24.906 -0.058 -0.088 -0.22
Si 11.825 14.743 24.815 0.04 0.064 -0.099
Si 15.864 15.808 28.665 0.116 0.124 0
Si 15.64 3.766 23.536 -0.131 0.049 -0.202
Si 16.338 8.629 24.219 -0.06 -0.072 -0.083
Si 13.874 10.616 24.105 0.013 -0.027 -0.118
Si 20.186 13.795 26.321 -0.046 -0.095 -0.001
Si 23.616 16.304 24.774 -0.011 -0.007 -0.083
Si 26.469 16.589 28.603 0.051 0.001 0.05
Si 25.681 4.214 25.893 0.092 -0.073 -0.047
Si 21.858 7.581 24.382 0.111 0.046 -0.077
Si 21.955 12.34 24.451 0.009 -0.042 0.041
Si 24.766 11.755 23.826 -0.028 -0.05 -0.144
Si 26.262 1.438 24.619 -0.001 0.027 -0.154
Si 27.453 6.018 24.085 0.139 -0.094 -0.224
Si 27.643 3.105 27.916 0.063 -0.014 0.036
Si 35.185 16.22 23.56 -0.005 0.002 -0.04
Si 22.676 5.019 26.039 -0.091 0.055 -0.108
Si 26.39 11.338 26.363 -0.002 0.05 -0.074
Si 31.671 1.369 24.563 -0.086 -0.113 0.014
Si 38.677 0.988 31.259 -0.011 0.045 0.187
Si 32.35 6.19 25.89 0.045 -0.03 0.035
Si 34.21 7.974 27.31 -0.001 0.041 -0.013
Si 29.651 7.448 25.832 -0.086 -0.056 -0.052
Si 35.101 11.24 23.908 -0.131 -0.078 -0.252
Si 32.324 16.445 29.197 0.045 0.1 0.055
Si 40.814 5.133 24.02 0.018 -0.03 -0.113
Si 42.866 13.31 27.541 0.028 0.079 0.019
Si 46.01 10.972 23.987 0.021 0.133 0.023
Si 32.47 11.178 31.074 -0.082 0.029 -0.048
Si 40.284 16.073 23.931 -0.034 0.013 -0.005
Si 45.384 13.273 26.143 0.06 -0.047 -0.125
Si 36.931 9.976 25.987 0.058 0.057 0.015
Si 39.558 6.718 25.963 0 -0.08 0.097
Si 49.218 8.772 29.476 -0.04 0.068 0.143
Si 41.412 15.187 29.135 0.005 0.032 -0.004
Si 38.384 1.439 25.719 -0.04 -0.03 -0.058
Si 47.982 2.848 30.163 -0.076 -0.044 0.088
Si 53.156 9.669 25.874 0.049 0.057 0.117
Si 45.224 6.341 26.631 0.12 0.074 -0.033
Si 49.409 11.39 31.162 -0.008 -0.026 0.008
Si 52.324 7.061 24.423 0.007 -0.04 -0.035
Si 44.244 2.21 23.97 0.032 -0.059 -0.143
Si 50.749 2.778 26.227 -0.017 -0.075 0.074
Si 50.685 3.109 29.121 0.088 -0.083 -0.067
Si 53.125 4.412 25.767 0.03 0.082 0.013
Si 61.012 9.597 26.801 -0.14 -0.044 -0.068
Si 52.847 12.644 25.995 0.014 -0.012 -0.099
Si 55.717 10.196 24.32 -0.168 -0.052 -0.034
Si 57.901 13.535 26.385 -0.08 -0.05 0.019
Si 59.703 3.712 24.702 0.286 0.089 -0.174
Si 58.113 9.235 25.778 0.086 0.054 0.022
Si 63.475 10.994 27.536 -0.026 -0.057 0.082
Si 57.457 11.085 27.993 -0.068 0.108 -0.009
Si 54.568 13.001 23.656 0.053 -0.042 -0.042
Si 59.67 13.24 23.845 0.008 0.061 -0.119
Si 65.445 4.105 28.075 0.096 -0.068 0.101
Si 2.827 10.685 23.704 0.094 -0.094 -0.096
Si 64.933 13.741 23.504 -0.067 -0.103 -0.177
Si 59.299 9.288 29.21 -0.02 -0.093 -0.033
Si 2.627 16.503 23.164 -0.12 0.131 0.009
Si 2.856 1.711 26.449 0.077 -0.004 0.005
Si 7.2 2.93 28.513 -0.025 -0.076 -0.093
Si 0.819 5.882 25.542 -0.071 0.052 -0.063
Si 3.807 12.586 31.119 -0.068 0.064 0.143
Si 64.63 14.955 28.784 0.004 -0.058 0.019
Si 6.009 16.421 31.569 -0.015 0.08 0.091
Si 4.097 2.645 28.923 -0.066 0.07 0.001
Si 9.863 5.924 24.808 -0.032 0.071 -0.074
Si 7.713 4.316 25.975 0.016 -0.136 -0.144
Si 8.917 9.454 31.575 -0.043 -0.01 0.058
Si 6.007 12.725 28.942 -0.058 -0.092 -0.037
Si 8.895 16.695 30.744 0.063 -0.094 0.127
Si 12.138 3.856 25.005 -0.011 -0.012 -0.09
Si 14.66 4.255 26.442 -0.009 0.064 0.084
Si 8.223 4.503 30.694 -0.067 0.19 0.057
Si 12.706 10.598 26.871 -0.047 -0.088 0.026
Si 7.166 15.272 24.65 0.011 0.056 -0.141
Si 13.135 15.089 27.342 -0.145 0.08 -0.039
Si 22.336 2.832 24.082 0.045 -0.032 -0.092
Si 17.427 8.849 27.168 -0.036 0.133 -0.037
Si 18.725 6.619 28.839 0.004 -0.072 0.138
Si 21.786 9.846 26.254 -0.081 0.16 0.057
Si 18.869 15.845 24.387 0.128 0.031 -0.04
Si 11.471 12.8 28.689 0.109 0.032 0.041
Si 22.08 15.762 27.409 -0.006 -0.04 -0.126
Si 29.078 10.356 24.915 -0.063 0.095 -0.176
Si 17.944 0.789 27.074 -0.024 -0.047 -0.037
Si 30.582 9.649 29.816 -0.025 -0.062 0.077
Si 27.08 10.13 30.65 0.107 -0.021 0.033
Si 26.959 13.731 28.26 0.05 0.073 0.098
Si 28.971 7.168 28.898 -0.16 0.156 0.097
Si 32.991 6.236 31.437 0.15 0.004 0.202
Si 35.526 8.149 31.311 0.017 0.006 0.066
Si 36.915 9.936 29.201 0.163 0.083 0.132
Si 32.675 10.523 28.102 0.015 0.007 0.098
Si 30.726 12.254 26.462 0.092 0.127 0.1
Si 31.032 15.489 26.495 -0.116 0.019 -0.115
Si 39.868 9.67 30.409 -0.051 -0.001 0.029
Si 28.893 11.834 28.965 -0.048 0.126 0.147
Si 35.793 16.215 26.238 -0.094 -0.016 -0.055
Si 36.468 12.88 30.286 0.076 -0.089 0.105
Si 36.36 3.701 25.498 0.1 -0.008 0.071
Si 38.13 8.235 23.964 0.008 -0.039 -0.201
Si 45.104 3.164 26.71 0.108 -0.051 -0.003
Si 36.806 6.186 27.058 -0.057 -0.074 0.06
Si 42.106 11.666 30.145 0.056 0.066 0.205
Si 38.604 12.377 25.759 0.033 0.151 0.103
Si 42.614 4.778 29.375 0.084 0.013 0.125
Si 45.303 15.498 24.318 0.011 0.053 -0.014
Si 51.654 0.572 27.98 -0.026 0.049 0.082
Si 44.292 9.485 30.445 0.089 -0.054 0.127
Si 51.859 8.72 28.582 0.054 -0.014 -0.043
Si 46.385 8.412 28.431 -0.085 -0.025 0.002
Si 49.407 2.166 23.672 -0.122 0.045 -0.027
Si 47.694 15.02 25.975 -0.131 -0.003 -0.022
Si 57.861 1.352 24.33 -0.112 -0.151 -0.137
Si 53.439 4.254 28.93 -0.067 0.134 0.029
Si 58.871 6.646 24.618 0.011 -0.024 -0.022
Si 50.723 14.826 26.182 -0.003 0.021 -0.005
Si 59.771 13.363 30.986 0.012 -0.104 0.03
Si 57.134 13.64 31.543 0.136 0.013 -0.112
Si 59.42 15.918 26.159 -0.006 0.042 0.003
Si 61.286 6.739 26.139 -0.093 -0.096 0.108
Si 63.465 5.041 29.86 -0.041 -0.13 0.158
Si 55.345 11.347 31.681 0.169 -0.087 0.051
Si 61.558 13.848 25.909 0.065 -0.012 -0.014
Si 51.519 16.169 23.577 0.023 -0.037 -0.006
Si 61.213 2.042 29.812 -0.068 0.013 0.06
Si 63.313 5.74 24.124 -0.069 0.035 -0.06
Si 64.629 13.322 26.245 -0.118 0.085 0.007
Si 64.918 0.374 24.17 0.107 0.044 0.004
Si 1.577 14.573 30.976 -0.058 0.069 0.061
Si 65.408 1.046 27.146 -0.02 -0.006 -0.051
Si 2.308 4.593 30.437 -0.124 -0.029 0.11
Si 63.473 2.858 31.67 -0.026 0.088 0.043
Si 1.856 8.134 27.1 0.047 0.065 -0.08
Si 2.378 9.921 30.82 -0.118 0.068 0.071
Si 3.601 13.744 27.57 0.016 -0.117 0.07
Si 3.692 15.957 29.79 0.058 0.023 0.055
Si 11.474 0.977 26.192 0.099 -0.094 0.067
Si 3.901 7.298 30.736 0.063 -0.129 0.148
Si 6.492 6.723 29.084 0.01 -0.137 0.045
Si 2.894 11.117 26.545 0.003 -0.051 0.099
Si 11.103 11.59 31.493 0.011 -0.004 0.039
Si 8.978 0.697 27.958 0.07 -0.062 0.043
Si 15.955 5.195 28.922 0.07 -0.016 -0.127
Si 13.412 6.611 29.821 0.04 0.057 -0.093
Si 14.585 8.471 31.556 0.042 0.096 0.047
Si 8.911 8.6 28.677 0.047 0.084 -0.014
Si 8.771 14.297 29.091 0.07 0.259 0.125
Si 15.804 2.389 28.22 0 -0.041 0.059
Si 21.779 0.892 31.268 -0.034 -0.041 0.145
Si 11.23 5.333 31.217 0.042 -0.041 0.131
Si 21.109 6.636 30.737 -0.039 0.148 -0.074
Si 16.752 14.049 31.146 -0.004 0.086 0.192
Si 18.802 11.84 30.912 0.15 -0.117 0.161
Si 19.397 11.174 27.845 0.031 0.052 0.009
Si 20.576 1.518 28.647 0.019 -0.004 0.083
Si 20.902 4.682 28.574 -0.011 -0.05 -0.081
Si 24.432 9.602 27.977 -0.093 0.029 -0.038
Si 24.165 10.899 30.762 -0.055 0.018 -0.023
Si 23.801 16.102 29.658 -0.012 -0.024 0.067
Si 29.098 1.414 26.015 0.019 -0.04 0.025
Si 25.996 7.505 29.372 -0.003 0.069 0.054
Si 23.949 6.718 31.326 -0.029 0.033 0.154
Si 29.146 4.432 30.22 -0.13 0.004 0.162
Si 25.009 13.59 30.664 0.066 -0.022 0.051
Si 33.596 3.708 24.314 -0.066 -0.013 -0.074
Si 30.419 2.014 30.767 0.084 -0.158 0.052
Si 34.523 15.085 30.624 0.026 0.035 0.055
Si 35.06 1.158 29.062 -0.054 0.016 0.094
Si 42.282 5.692 26.458 -0.071 0.005 -0.045
Si 27.603 0.752 31.42 -0.053 0.096 0.095
Si 38.808 13.925 28.469 -0.004 -0.011 -0.118
Si 39.097 0.461 28.376 0.098 -0.045 0.022
Si 33.022 5.67 28.633 0.035 0.075 -0.009
Si 35.555 3.877 28.321 0.159 0.087 0.065
Si 42.001 7.549 30.629 0.027 0.103 0.086
Si 35.905 13.784 24.876 -0.179 0.012 0.039
Si 41.365 13.381 24.78 0.065 0.045 -0.08
Si 40.851 3.281 31.353 -0.098 0.086 -0.037
Si 44.597 1.536 29.146 0.065 0.022 -0.103
Si 45.383 3.915 30.582 -0.108 0.139 -0.006
Si 53.523 6.878 30.098 -0.08 0.157 0.169
Si 49.413 7.692 23.929 0.045 0.074 -0.098
Si 43.289 16.135 31.092 0.055 -0.031 0.063
Si 47.01 1.146 27.763 -0.074 0.011 -0.027
Si 54.697 0.785 31.461 -0.034 0.03 -0.141
Si 47.074 8.48 25.59 -0.085 -0.056 0.083
Si 53.455 9.487 30.75 -0.026 -0.11 0.234
Si 49.898 7.001 31.917 0.06 0.044 0.174
Si 51.586 13.612 31.101 -0.04 0.009 0.084
Si 53.64 15.077 29.375 -0.067 -0.025 0.016
Si 55.865 3.292 24.859 0.172 0.098 -0.008
Si 55.823 3.089 30.194 0.087 0.12 0.184
Si 60.464 4.691 30.678 -0.004 0.01 0.112
Si 59.143 6.283 28.396 0.222 -0.017 0.116
Si 55.288 13.081 27.731 0.07 0.031 -0.048
Si 60.557 16.224 31.641 0.077 0.048 0.045
Si 57.466 4.01 27.607 -0.109 -0.131 -0.106
Si 63.789 7.652 30.993 -0.148 0.002 0.191
Si 65.44 9.273 29.174 0.02 0.074 -0.03
Si 60.869 8.59 31.74 0.139 -0.067 0.226
Si 62.064 13.286 28.806 0.079 0.065 0.023
Si 1.538 14.881 5.698 0.015 0.017 0.012
Si 4.294 1.291 5.648 -0.011 -0.022 0.007
Si 1.513 3.981 5.559 -0.021 -0.01 -0.029
Si 4.28 6.687 5.613 0.02 -0.007 -0.004
Si 1.538 9.36 5.684 0.015 -0.027 -0.01
Si 4.299 12.122 5.687 0.011 0.002 -0.013
Si 6.957 14.892 5.696 -0.008 0.003 -0.004
Si 9.647 1.387 5.695 0 0.009 0.003
Si 7.016 4.041 5.567 -0.011 -0.024 -0.006
Si 9.752 6.715 5.512 -0.005 -0.029 -0.017
Si 6.996 9.398 5.634 0.005 -0.001 -0.004
Si 9.722 12.146 5.694 0.004 -0.001 0.004
Si 12.359 14.965 5.731 -0.005 -0.013 0.024
Si 15.029 1.444 5.647 -0.008 -0.007 0.006
Si 12.348 4.114 5.639 -0.007 0.004 -0.017
Si 15.048 6.879 5.617 0.013 0.019 -0.004
Si 12.41 9.426 5.563 0.018 -0.018 -0.013
Si 15.053 12.22 5.651 0.006 -0.026 -0.01
Si 17.712 15.016 5.668 -0.014 -0.019 -0.01
Si 20.378 1.47 5.577 0.007 -0.005 -0.016
Si 17.704 4.176 5.576 0.01 0.004 -0.007
Si 20.366 6.952 5.613 0.006 0.033 0.027
Si 17.697 9.654 5.573 -0.004 0.005 -0.005
Si 20.335 12.394 5.483 -0.01 0.011 -0.018
Si 22.993 15.132 5.442 0.011 0.017 -0.011
Si 25.741 1.51 5.473 -0.008 -0.014 0.006
Si 23.083 4.24 5.556 0.012 -0.006 0
Si 25.727 6.995 5.456 -0.015 0.01 -0.004
Si 23.041 9.692 5.491 -0.035 -0.017 0
Si 25.705 12.426 5.397 -0.026 -0.005 -0.017
Si 28.422 15.119 5.363 0 -0.005 -0.009
Si 31.169 1.487 5.365 -0.008 0.007 -0.016
Si 28.481 4.236 5.425 0.003 -0.016 -0.013
Si 31.157 6.958 5.327 -0.008 -0.012 -0.025
Si 28.444 9.671 5.384 -0.02 0.001 -0.01
Si 31.156 12.373 5.378 -0.006 0.012 -0.009
Si 33.914 15.049 5.396 0 0.004 0
Si 36.64 1.42 5.395 0.002 0.004 -0.004
Si 33.876 4.209 5.338 0.002 0.028 -0.025
Si 36.608 6.879 5.37 0.007 0.005 -0.003
Si 33.872 9.633 5.353 -0.002 -0.012 -0.01
Si 36.632 12.308 5.326 0.011 0.018 -0.009
Si 39.382 14.983 5.329 0.005 0.001 -0.016
Si 42.126 1.316 5.333 0.003 -0.011 -0.017
Si 39.369 4.107 5.393 -0.006 0.01 -0.005
Si 42.066 6.822 5.382 -0.015 0.009 -0.013
Si 39.361 9.573 5.356 -0.006 0.002 -0.006
Si 42.081 12.26 5.326 0.012 -0.009 -0.013
Si 44.827 14.927 5.293 0.011 -0.014 0
Si 47.586 1.287 5.308 0.006 -0.008 0.007
Si 44.851 4.029 5.33 0.012 -0.012 -0.014
Si 47.553 6.766 5.321 0.009 -0.02 -0.008
Si 44.756 9.548 5.384 -0.013 0.007 0.008
Si 47.509 12.279 5.311 -0.027 -0.005 -0.002
Si 50.269 14.91 5.224 -0.024 0.009 -0.034
Si 52.986 1.323 5.277 0.014 0.032 -0.002
Si 50.312 3.998 5.291 0.018 0 -0.013
Si 53.058 6.698 5.338 0.024 0.026 -0.011
Si 50.308 9.493 5.308 0.004 -0.027 -0.023
Si 53.02 12.168 5.247 -0.025 0.02 -0.033
Si 55.759 14.87 5.312 0.009 0.025 -0.031
Si 58.49 1.252 5.418 0.003 0.018 -0.014
Si 55.754 3.969 5.389 0.011 0.015 -0.003
Si 58.48 6.657 5.515 -0.001 0.034 0.02
Si 55.729 9.392 5.396 0.004 -0.003 -0.013
Si 58.461 12.177 5.559 0.01 0.014 -0.001
Si 61.233 14.889 5.641 0.017 0 0.007
Si 64.063 1.293 5.624 -0.006 -0.026 -0.002
Si 61.269 3.895 5.541 0.012 -0.014 -0.021
Si 64.066 6.644 5.636 0.016 -0.019 0
Si 61.281 9.395 5.627 0.016 -0.011 0.002
Si 64.032 12.135 5.697 -0.006 -0.011 0.014
Si 2.905 16.263 6.999 -0.004 -0.018 -0.012
Si 5.643 2.688 6.955 -0.004 0.002 -0.015
Si 2.869 5.338 6.931 0.014 0.014 -0.014
Si 5.617 8.059 6.979 -0.003 -0.004 0.001
Si 2.886 10.773 6.996 -0.007 0.005 -0.016
Si 5.602 13.529 7.037 -0.012 0.011 -0.002
Si 8.303 16.296 7.02 -0.004 0.005 -0.016
Si 11.016 2.747 7.02 -0.02 0.002 -0.005
Si 8.364 5.406 6.923 -0.006 -0.005 -0.02
Si 11.044 8.092 6.934 0.012 0.002 -0.017
Si 8.316 10.799 6.999 -0.018 0.016 -0.013
Si 11.017 13.567 7.047 -0.001 0.018 -0.005
Si 13.721 16.364 7.026 -0.008 -0.016 -0.013
Si 16.384 2.815 6.98 -0.023 0.01 -0.023
Si 13.7 5.499 6.977 -0.032 0.021 -0.016
Si 16.398 8.25 6.96 -0.013 -0.002 -0.017
Si 13.698 10.839 6.971 0.012 0.004 -0.022
Si 16.375 13.627 7.003 0.01 0.003 -0.012
Si 19.067 0.097 6.971 0.001 -0.029 -0.014
Si 21.742 2.85 6.909 0.016 0.003 -0.013
Si 19.048 5.539 6.95 0.005 0.009 -0.017
Si 21.742 8.324 6.914 0.003 -0.014 0.002
Si 19.047 11.022 6.916 -0.011 0.008 -0.014
Si 21.703 13.745 6.85 0.003 0 -0.019
Si 24.392 0.133 6.823 0.015 0.008 -0.008
Si 27.123 2.879 6.801 -0.01 0.016 -0.008
Si 24.44 5.615 6.874 -0.002 -0.002 -0.002
Si 27.121 8.326 6.795 0.026 -0.021 0.005
Si 24.414 11.054 6.822 0.017 -0.008 -0.005
Si 27.091 13.763 6.763 -0.001 0.018 -0.003
Si 29.815 0.129 6.738 0.008 0 -0.006
Si 32.546 2.841 6.722 0.003 -0.014 0
Si 29.855 5.595 6.754 0.008 -0.005 0.008
Si 32.534 8.275 6.725 0 0.007 0
Si 29.816 11.016 6.751 0.019 -0.009 0.006
Si 32.545 13.7 6.747 -0.001 0.004 0.004
Si 35.285 16.396 6.756 -0.009 -0.004 0.01
Si 38.017 2.759 6.755 -0.003 -0.002 0.006
Si 35.26 5.523 6.731 -0.004 0.001 0
Si 38.001 8.22 6.723 -0.01 -0.011 0
Si 35.276 10.964 6.711 -0.001 -0.005 -0.001
Si 38.013 13.645 6.703 0 -0.017 -0.002
Si 40.756 16.313 6.714 0.01 -0.012 0
Si 43.477 2.691 6.701 -0.007 0.011 0.005
Si 40.729 5.463 6.751 -0.009 -0.002 0.007
Si 43.436 8.165 6.746 0.011 0.01 0.005
Si 40.737 10.912 6.716 -0.005 0.001 0.003
Si 43.471 13.591 6.689 -0.001 0.005 0
Si 46.191 16.279 6.672 0.009 0.01 0.003
Si 48.944 2.65 6.672 0.017 -0.028 -0.004
Si 46.203 5.402 6.697 -0.003 0.006 -0.009
Si 48.935 8.119 6.672 0.002 -0.005 0.003
Si 46.179 10.891 6.695 -0.008 -0.003 0.007
Si 48.904 13.603 6.661 -0.016 0.01 -0.001
Si 51.623 16.256 6.628 0.003 0 -0.01
Si 54.344 2.626 6.705 -0.01 0.002 0.012
Si 51.655 5.353 6.68 0.014 -0.013 0.006
Si 54.351 8.063 6.751 -0.001 0.012 0.007
Si 51.654 10.845 6.672 -0.007 0 -0.002
Si 54.368 13.509 6.66 0.02 -0.028 -0.006
Si 57.094 16.209 6.737 0 -0.008 -0.01
Si 59.851 2.564 6.84 0.007 -0.008 -0.013
Si 57.089 5.299 6.808 0.008 -0.008 0.007
Si 59.838 8.032 6.874 -0.005 0.009 -0.001
Si 57.076 10.749 6.799 0.026 -0.01 -0.007
Si 59.831 13.517 6.918 -0.022 0.008 -0.003
Si 62.646 16.247 6.931 -0.004 -0.009 -0.014
Si 0.131 2.667 6.947 -0.025 -0.001 -0.013
Si 62.619 5.289 6.896 0.005 0.028 -0.02
Si 0.13 8.019 6.987 -0.018 0.002 0
Si 62.633 10.758 6.976 0.004 -0.011 -0.007
Si 0.123 13.521 6.996 -0.012 0.016 -0.005
Si 1.485 1.297 8.293 0.013 -0.005 -0.007
Si 4.233 4.008 8.299 -0.006 -0.008 0.001
Si 1.502 6.677 8.308 -0.004 0.003 0.009
Si 4.25 9.425 8.33 0.018 0.012 -0.003
Si 1.488 12.142 8.312 0.002 0.002 -0.005
Si 4.224 14.894 8.358 -0.013 -0.017 0.008
Si 6.942 1.332 8.358 -0.007 -0.018 0.009
Si 9.657 4.082 8.365 0.011 -0.003 0.026
Si 6.985 6.723 8.316 -0.006 0.003 0.007
Si 9.689 9.45 8.322 -0.01 -0.019 -0.008
Si 6.974 12.176 8.359 0.024 0.019 0
Si 9.657 14.942 8.376 0.001 -0.012 -0.001
Si 12.359 1.387 8.379 0.011 0.003 0.004
Si 15.043 4.15 8.355 0.027 0 0.009
Si 12.362 6.806 8.372 -0.005 -0.015 0.027
Si 15.055 9.551 8.368 -0.004 -0.009 0.018
Si 12.381 12.21 8.366 -0.012 0 0.008
Si 15.053 14.995 8.375 -0.014 -0.004 -0.001
Si 17.723 1.446 8.338 -0.012 -0.009 0.003
Si 20.408 4.188 8.302 -0.025 -0.017 0.004
Si 17.728 6.891 8.333 0 -0.005 0.012
Si 20.394 9.66 8.286 0.021 0.002 -0.002
Si 17.736 12.313 8.362 0.001 0.009 0.017
Si 20.416 15.062 8.308 0.002 0.021 0.022
Si 23.1 1.489 8.248 0.003 0.007 0.011
Si 25.802 4.234 8.201 0.019 0.017 0.007
Si 23.091 6.947 8.259 0.004 -0.005 0.007
Si 25.78 9.685 8.173 0.002 0.003 -0.002
Si 23.068 12.389 8.213 0.005 -0.002 0.001
Si 25.763 15.1 8.174 -0.026 -0.029 0.005
Si 28.488 1.496 8.134 -0.006 -0.009 -0.004
Si 31.216 4.214 8.101 0.013 0.016 -0.003
Si 28.496 6.949 8.131 -0.018 -0.002 0
Si 31.197 9.65 8.098 -0.02 -0.005 -0.001
Si 28.472 12.395 8.116 -0.002 0.002 -0.011
Si 31.196 15.088 8.097 0.01 0.004 -0.001
Si 33.924 1.471 8.083 0.009 0.006 -0.006
Si 36.648 4.151 8.082 -0.005 -0.01 -0.01
Si 33.921 6.911 8.083 -0.005 -0.006 -0.001
Si 36.653 9.6 8.077 0.008 0.01 -0.006
Si 33.932 12.335 8.087 -0.008 0.006 0.002
Si 36.675 15.024 8.081 0.003 0.019 -0.002
Si 39.41 1.387 8.08 0.005 0.017 -0.006
Si 42.124 4.081 8.07 0.011 0.009 -0.011
Si 39.367 6.845 8.088 -0.008 -0.006 -0.007
Si 42.088 9.542 8.092 -0.008 -0.014 0.011
Si 39.384 12.285 8.073 -0.002 0 0.001
Si 42.123 14.954 8.072 -0.006 -0.002 0.006
Si 44.841 1.326 8.057 -0.005 -0.011 0.006
Si 47.571 4.02 8.041 0.008 0.013 0.003
Si 44.834 6.776 8.06 0.002 -0.003 -0.008
Si 47.549 9.484 8.029 -0.002 0.01 -0.013
Si 44.823 12.235 8.073 0.005 -0.006 0.004
Si 47.547 14.932 8.056 0.003 0.006 0.012
Si 50.279 1.276 8.043 -0.012 -0.004 0.009
Si 52.988 3.988 8.069 -0.002 -0.011 0.007
Si 50.28 6.727 8.036 0 0.017 -0.01
Si 52.971 9.448 8.065 0.001 -0.014 -0.001
Si 50.256 12.197 8.017 0.015 -0.001 -0.007
Si 52.982 14.878 8.008 0 0.008 -0.008
Si 55.707 1.256 8.069 0.011 0.01 -0.004
Si 58.468 3.948 8.151 0.012 0.024 0.001
Si 55.711 6.693 8.114 0.009 0.011 0.004
Si 58.45 9.412 8.174 0.009 0.001 0.007
Si 55.687 12.143 8.088 -0.021 -0.015 -0.008
Si 58.426 14.885 8.179 0.021 -0.007 0.013
Si 61.22 1.256 8.23 -0.004 -0.002 0.009
Si 63.994 3.984 8.271 0.002 -0.008 0.005
Si 61.225 6.671 8.202 -0.008 0.01 -0.006
Si 64.009 9.394 8.29 -0.001 0.018 0.007
Si 61.213 12.14 8.242 -0.003 -0.006 -0.004
Si 63.993 14.881 8.285 0.001 -0.019 0.007
Si 65.363 16.253 9.61 -0.012 0.003 -0.001
Si 2.841 2.656 9.641 -0.008 -0.008 -0.01
Si 65.358 5.342 9.618 -0.008 0.008 -0.001
Si 2.847 8.072 9.644 0.006 -0.006 -0.006
Si 65.362 10.784 9.618 0.002 -0.005 0.002
Si 2.829 13.529 9.658 0.005 0.018 0
Si 5.569 16.282 9.693 -0.004 0.002 -0.002
Si 8.296 2.702 9.705 -0.009 -0.001 -0.006
Si 5.585 5.379 9.654 0.005 -0.005 -0.009
Si 8.317 8.108 9.678 -0.001 -0.01 -0.004
Si 5.587 10.815 9.677 -0.018 0.004 -0.004
Si 8.301 13.568 9.713 -0.016 0.004 0.004
Si 11.01 16.32 9.723 -0.003 -0.009 -0.006
Si 13.711 2.763 9.723 -0.015 -0.003 -0.011
Si 11.01 5.441 9.725 -0.017 0.016 0.006
Si 13.711 8.182 9.724 -0.011 0.004 -0.006
Si 11.01 10.845 9.698 0.003 0.007 -0.006
Si 13.712 13.608 9.721 0.013 0.01 -0.005
Si 16.398 16.383 9.713 0.002 -0.01 -0.013
Si 19.078 2.818 9.684 0.007 0.013 -0.012
Si 16.395 5.518 9.708 -0.014 0.02 -0.012
Si 19.083 8.269 9.675 -0.004 -0.005 -0.011
Si 16.4 10.933 9.722 0.001 0.011 -0.007
Si 19.082 13.699 9.694 -0.007 -0.016 -0.001
Si 21.766 16.445 9.638 0.012 -0.023 -0.008
Si 24.458 2.869 9.583 0.003 0.003 -0.008
Si 21.764 5.57 9.641 0.012 0.016 -0.004
Si 24.458 8.321 9.581 0.005 -0.009 0.001
Si 21.755 11.023 9.626 -0.017 0.003 -0.007
Si 24.434 13.744 9.568 0.016 0.012 0.001
Si 27.136 0.148 9.519 0.005 0.009 -0.008
Si 29.865 2.859 9.476 -0.001 0.003 0.001
Si 27.168 5.598 9.533 0.007 -0.012 0.006
Si 29.861 8.303 9.485 0.021 0.004 0.009
Si 27.146 11.041 9.518 0 0.003 0.003
Si 29.849 13.737 9.481 -0.006 0.001 0.004
Si 32.576 16.436 9.454 -0.013 0.01 0.003
Si 35.308 2.799 9.454 -0.006 0.004 0.008
Si 32.59 5.553 9.464 -0.001 -0.012 0.013
Si 35.308 8.243 9.45 -0.007 -0.005 0.009
Si 32.58 10.987 9.46 0.005 -0.017 0.006
Si 35.313 13.681 9.448 0.013 -0.01 0.005
Si 38.05 16.364 9.451 -0.001 -0.021 0.009
Si 40.772 2.738 9.452 -0.01 -0.01 0.011
Si 38.025 5.488 9.455 -0.005 0.01 0.007
Si 40.746 8.18 9.457 -0.014 0.011 0.01
Si 38.038 10.931 9.446 -0.006 0.001 0.007
Si 40.763 13.615 9.448 0.002 -0.001 0.005
Si 43.483 16.308 9.445 -0.003 0.003 0.007
Si 46.203 2.681 9.426 -0.006 -0.005 0.007
Si 43.487 5.428 9.445 0.003 0.002 0.012
Si 46.197 8.131 9.424 0.013 -0.006 0.006
Si 43.472 10.879 9.45 0.01 0.002 0.003
Si 46.191 13.578 9.438 0.009 -0.001 0.004
Si 48.906 16.269 9.431 -0.004 0.009 0.005
Si 51.625 2.628 9.426 0.017 -0.005 0.001
Si 48.917 5.377 9.419 0.014 0.001 0.009
Si 51.615 8.078 9.426 -0.003 0.016 0.017
Si 48.906 10.83 9.404 0.002 -0.002 0.003
Si 51.618 13.53 9.399 -0.014 0.003 0.003
Si 54.334 16.211 9.413 0.005 -0.004 -0.002
Si 57.069 2.595 9.461 0.009 -0.016 -0.005
Si 54.339 5.334 9.453 -0.005 0.007 0.006
Si 57.07 8.038 9.489 0.003 -0.001 0.01
Si 54.328 10.782 9.447 -0.006 0.006 0.009
Si 57.05 13.488 9.474 0.01 0.016 -0.002
Si 59.817 16.216 9.532 -0.008 -0.004 0.004
Si 62.586 2.624 9.569 -0.005 0.003 0.001
Si 59.825 5.314 9.51 0.004 -0.012 -0.004
Si 62.585 8.034 9.567 0.002 0.001 0.001
Si 59.815 10.768 9.536 0.007 -0.006 0.006
Si 62.586 13.506 9.578 0 0.006 0.001
Si 1.435 14.895 10.968 -0.001 -0.02 0.003
Si 4.177 1.309 11.019 -0.011 -0.007 -0.002
Si 1.438 3.994 10.968 0.005 -0.002 0.003
Si 4.208 6.732 10.998 0.009 0.007 0.005
Si 1.447 9.431 10.959 0.009 0.011 0.006
Si 4.199 12.18 10.996 -0.003 -0.001 -0.005
Si 6.925 14.928 11.044 -0.006 0.007 0.001
Si 9.647 1.353 11.072 -0.005 0.005 0.011
Si 6.918 4.043 11.048 -0.018 -0.011 0.009
Si 9.651 6.786 11.078 0.002 -0.002 0.014
Si 6.951 9.468 11.024 0.012 0.005 0.001
Si 9.66 12.212 11.057 -0.011 0.02 0.001
Si 12.361 14.963 11.082 -0.002 -0.015 0.001
Si 15.053 1.405 11.091 0.009 -0.009 -0.001
Si 12.363 4.1 11.094 -0.006 -0.008 0.013
Si 15.06 6.849 11.098 -0.006 -0.01 0.017
Si 12.363 9.529 11.088 0.007 -0.013 0.006
Si 15.064 12.281 11.101 0.007 0 0.015
Si 17.744 15.039 11.08 0.002 0.018 0.009
Si 20.431 1.463 11.038 -0.002 -0.013 0.01
Si 17.748 4.166 11.07 -0.008 -0.014 0.001
Si 20.434 6.915 11.038 -0.004 -0.007 0.005
Si 17.751 9.592 11.089 -0.004 -0.015 0.012
Si 20.426 12.34 11.048 0.011 0.019 0.008
Si 23.112 15.084 10.985 0.007 0.008 0.004
Si 25.811 1.503 10.929 0.006 -0.001 0.014
Si 23.123 4.21 10.989 0.007 -0.012 0.009
Si 25.821 6.951 10.918 0.018 -0.01 -0.006
Si 23.11 9.658 10.975 0.005 0.005 -0.001
Si 25.798 12.382 10.911 -0.001 -0.011 -0.005
Si 28.505 15.105 10.862 -0.007 0.001 0
Si 31.237 1.495 10.823 0.007 -0.005 -0.009
Si 28.529 4.223 10.865 0.006 0.003 0
Si 31.239 6.93 10.819 -0.006 -0.002 -0.01
Si 28.516 9.672 10.858 -0.006 0 -0.01
Si 31.23 12.365 10.823 0.008 0.001 -0.006
Si 33.962 15.071 10.798 -0.005 0.007 -0.012
Si 36.694 1.431 10.8 0.007 0.007 -0.01
Si 33.973 4.188 10.811 0.012 -0.003 -0.004
Si 36.686 6.875 10.811 -0.001 -0.006 -0.005
Si 33.96 9.62 10.809 -0.004 0.013 -0.003
Si 36.694 12.316 10.799 -0.001 0.001 -0.006
Si 39.422 15 10.811 0.006 -0.003 -0.007
Si 42.136 1.369 10.816 0.002 0.008 0
Si 39.411 4.121 10.807 -0.012 0.013 -0.011
Si 42.127 6.806 10.804 -0.007 0 -0.008
Si 39.405 9.561 10.815 0.003 -0.014 0.002
Si 42.122 12.248 10.818 -0.009 -0.007 -0.003
Si 44.836 14.939 10.816 0.002 0.002 0.006
Si 47.547 1.31 10.804 0.016 -0.001 -0.001
Si 44.849 4.052 10.806 0.011 -0.001 -0.007
Si 47.549 6.744 10.788 0.002 -0.003 -0.009
Si 44.832 9.493 10.799 -0.011 0.012 -0.006
Si 47.544 12.185 10.785 -0.007 -0.007 -0.009
Si 50.255 14.878 10.782 -0.007 0.014 0.003
Si 52.981 1.253 10.785 -0.003 0.002 0.002
Si 50.265 3.997 10.789 0.006 -0.021 -0.002
Si 52.969 6.701 10.797 -0.001 0.003 -0.006
Si 50.241 9.438 10.781 -0.006 -0.01 -0.011
Si 52.948 12.143 10.785 -0.002 0 -0.003
Si 55.678 14.854 10.805 -0.01 -0.012 -0.003
Si 58.428 1.257 10.843 0.012 0.009 0.003
Si 55.707 3.965 10.805 0.005 0.001 -0.006
Si 58.442 6.674 10.837 0.008 0.019 -0.004
Si 55.686 9.407 10.811 -0.004 0.011 -0.004
Si 58.421 12.136 10.842 -0.003 0.002 0.006
Si 61.183 14.862 10.884 -0.008 -0.011 0.005
Si 63.952 1.278 10.92 -0.006 -0.005 0
Si 61.189 3.981 10.877 0 0.021 0.003
Si 63.955 6.695 10.925 0.014 0.009 0.016
Si 61.191 9.405 10.877 -0.009 0.007 0.006
Si 63.958 12.148 10.921 0.001 -0.003 0.003
Si 2.781 16.263 12.332 0.007 0.013 -0.002
Si 5.527 2.681 12.373 -0.01 -0.013 -0.008
Si 2.799 5.371 12.304 -0.005 -0.004 -0.02
Si 5.566 8.107 12.344 -0.005 0.004 -0.006
Si 2.8 10.817 12.295 0.012 0.007 -0.009
Si 5.538 13.558 12.357 -0.008 0.002 -0.006
Si 8.273 16.299 12.401 -0.01 -0.019 -0.003
Si 11.003 2.719 12.43 0.007 0.004 -0.013
Si 8.275 5.414 12.403 -0.016 -0.006 -0.003
Si 11.002 8.163 12.432 -0.015 -0.002 -0.003
Si 8.286 10.849 12.39 0 -0.009 -0.003
Si 11.007 13.584 12.423 0.006 0.005 -0.008
Si 13.711 16.334 12.446 -0.009 0.003 -0.006
Si 16.409 2.786 12.435 0.003 0.011 -0.012
Si 13.714 5.476 12.452 0.007 0.007 -0.012
Si 16.411 8.219 12.458 -0.004 -0.005 -0.011
Si 13.714 10.901 12.449 -0.01 0.018 -0.013
Si 16.413 13.66 12.455 0.007 0.011 -0.011
Si 19.093 16.417 12.423 -0.005 -0.016 -0.012
Si 21.786 2.841 12.379 -0.009 -0.001 -0.012
Si 19.105 5.539 12.421 -0.007 0.016 -0.013
Si 21.784 8.299 12.382 0.005 -0.001 -0.008
Si 19.103 10.967 12.445 -0.006 0.003 -0.006
Si 21.776 13.723 12.378 -0.005 -0.001 -0.012
Si 24.46 16.47 12.318 -0.01 -0.018 -0.011
Si 27.173 2.891 12.256 0.009 0.005 -0.001
Si 24.483 5.602 12.317 0.011 0.014 -0.01
Si 27.18 8.324 12.251 -0.003 0.007 0.001
Si 24.463 11.034 12.312 0.007 0.005 -0.008
Si 27.155 13.756 12.249 -0.005 0.004 -0.004
Si 29.874 0.16 12.199 0.005 0.003 -0.003
Si 32.622 2.838 12.174 -0.012 0.009 0.001
Si 29.895 5.59 12.202 0.003 -0.008 -0.002
Si 32.616 8.264 12.181 -0.015 -0.017 0.007
Si 29.883 11.021 12.213 -0.002 -0.003 0.015
Si 32.607 13.725 12.166 0.001 0 0.001
Si 35.342 16.406 12.17 0.002 0 0.006
Si 38.059 2.774 12.18 -0.003 -0.015 0.006
Si 35.347 5.521 12.187 -0.011 -0.001 0.011
Si 38.066 8.204 12.188 -0.005 0.013 0.005
Si 35.343 10.965 12.16 0.011 -0.002 0.004
Si 38.073 13.645 12.175 -0.003 0.007 0.002
Si 40.779 16.346 12.194 -0.004 -0.006 0.006
Si 43.5 2.709 12.199 0 0.002 0.004
Si 40.784 5.457 12.186 -0.002 0.006 0
Si 43.479 8.151 12.191 0.007 -0.011 0.007
Si 40.782 10.889 12.194 -0.012 0.008 0.003
Si 43.478 13.593 12.198 -0.008 -0.014 -0.001
Si 46.196 16.281 12.194 -0.003 0.006 0.003
Si 48.903 2.658 12.175 -0.009 0.001 0.006
Si 46.199 5.403 12.187 0.006 0.004 0.009
Si 48.9 8.081 12.175 0.005 0.019 0.01
Si 46.188 10.838 12.173 0.021 0.006 -0.005
Si 48.897 13.525 12.165 0.011 -0.007 -0.002
Si 51.613 16.223 12.153 0.009 -0.007 -0.002
Si 54.347 2.6 12.154 0.011 0.001 -0.013
Si 51.625 5.334 12.17 -0.001 0.013 0.006
Si 54.33 8.038 12.17 0 -0.001 0.008
Si 51.596 10.775 12.159 -0.003 -0.002 0.007
Si 54.317 13.481 12.151 -0.001 0.013 -0.002
Si 57.048 16.21 12.166 0.017 -0.003 -0.012
Si 59.797 2.619 12.188 -0.008 -0.008 -0.014
Si 57.071 5.311 12.176 0.009 -0.009 -0.005
Si 59.81 8.028 12.19 0.001 -0.008 -0.001
Si 57.054 10.752 12.17 0.004 -0.006 -0.001
Si 59.79 13.496 12.195 0.016 0.004 0.005
Si 62.548 16.236 12.22 0.007 -0.001 -0.007
Si 65.307 2.638 12.278 0.005 -0.01 -0.005
Si 62.553 5.333 12.232 -0.014 -0.018 -0.005
Si 65.32 8.068 12.26 -0.014 0.007 -0.007
Si 62.559 10.774 12.222 0.004 -0.002 0.004
Si 65.313 13.528 12.266 0.002 0.014 0.006
Si 1.378 1.298 13.648 -0.013 -0.013 0.001
Si 4.139 4.043 13.695 -0.005 0.001 0.003
Si 1.397 6.716 13.614 0.032 -0.014 0.003
Si 4.174 9.478 13.639 0.001 0.008 -0.003
Si 1.401 12.171 13.608 0.017 -0.002 -0.006
Si 4.144 14.908 13.682 -0.006 -0.011 -0.001
Si 6.882 1.33 13.73 -0.009 0.02 0.008
Si 9.637 4.074 13.771 0.003 -0.013 0.002
Si 6.907 6.775 13.738 0.003 -0.003 0.012
Si 9.642 9.523 13.776 -0.001 0.011 0
Si 6.903 12.211 13.711 -0.022 0.027 0
Si 9.638 14.946 13.755 -0.004 -0.002 -0.005
Si 12.353 1.368 13.799 -0.003 -0.008 0.009
Si 15.074 4.132 13.817 -0.006 -0.012 0.004
Si 12.359 6.827 13.806 -0.01 0.006 0.001
Si 15.066 9.568 13.832 -0.005 -0.003 0.002
Si 12.353 12.241 13.81 0.013 -0.004 0
Si 15.055 14.989 13.835 0.017 -0.008 0.014
Si 17.754 1.441 13.808 -0.009 0.005 -0.003
Si 20.457 4.183 13.783 0.002 -0.011 0.007
Si 17.774 6.877 13.821 -0.002 -0.016 0.01
Si 20.463 9.625 13.817 0.003 -0.01 0.013
Si 17.766 12.32 13.83 -0.006 0.002 0.009
Si 20.44 15.059 13.778 0.006 0.002 -0.002
Si 23.131 1.485 13.741 0.023 -0.013 0.02
Si 25.843 4.248 13.664 -0.01 -0.002 0.008
Si 23.151 6.947 13.724 0.008 -0.008 0
Si 25.828 9.669 13.639 0.005 -0.009 -0.011
Si 23.122 12.363 13.727 0.003 0.008 -0.01
Si 25.801 15.093 13.649 0.027 0.015 0.001
Si 28.54 1.534 13.588 -0.004 -0.006 0.011
Si 31.286 4.233 13.522 0.002 -0.009 -0.016
Si 28.546 6.953 13.579 0.017 -0.005 -0.013
Si 31.253 9.628 13.534 0.025 0.003 -0.006
Si 28.53 12.399 13.581 -0.02 0.009 -0.002
Si 31.254 15.111 13.519 -0.01 0.006 -0.012
Si 34 1.48 13.526 0.01 -0.003 -0.003
Si 36.719 4.154 13.55 0.008 0.007 -0.007
Si 33.996 6.903 13.534 0.009 -0.004 -0.006
Si 36.714 9.599 13.521 -0.015 0.016 -0.008
Si 33.995 12.358 13.497 -0.01 0.002 -0.013
Si 36.725 15.037 13.514 0.016 -0.021 -0.009
Si 39.427 1.415 13.549 -0.015 0.016 -0.004
Si 42.145 4.091 13.562 -0.004 0.002 -0.011
Si 39.446 6.838 13.553 0.005 -0.007 -0.011
Si 42.132 9.519 13.58 -0.011 0.007 -0.003
Si 39.435 12.271 13.544 0.017 -0.019 -0.008
Si 42.133 14.977 13.569 -0.003 0.011 -0.001
Si 44.853 1.335 13.575 0.005 -0.009 0.002
Si 47.555 4.026 13.557 0.008 -0.004 -0.005
Si 44.831 6.773 13.556 -0.007 0.012 -0.02
Si 47.529 9.447 13.535 -0.016 -0.004 -0.013
Si 44.828 12.199 13.551 0.005 -0.001 -0.012
Si 47.535 14.878 13.548 0.006 0.008 -0.001
Si 50.256 1.265 13.52 -0.01 0.015 -0.008
Si 53.002 3.957 13.52 0.014 -0.031 -0.009
Si 50.254 6.685 13.535 0.014 -0.023 -0.007
Si 52.944 9.382 13.519 -0.016 0.02 -0.003
Si 50.235 12.133 13.528 -0.018 0.001 -0.001
Si 52.966 14.843 13.509 -0.011 -0.012 0.003
Si 55.703 1.251 13.532 -0.005 0.001 0.005
Si 58.433 3.959 13.544 0.018 0.001 -0.002
Si 55.7 6.662 13.521 0.001 0.006 -0.006
Si 58.42 9.375 13.512 0.008 0.015 -0.002
Si 55.67 12.101 13.504 -0.006 0.003 0.004
Si 58.412 14.862 13.523 -0.03 0.017 0.011
Si 61.159 1.274 13.539 -0.009 0.006 -0.011
Si 63.9 3.981 13.593 0.003 0.022 0.003
Si 61.17 6.682 13.56 -0.004 0.024 0.004
Si 63.921 9.415 13.575 0.019 -0.004 0.016
Si 61.165 12.138 13.532 -0.013 -0.01 0.01
Si 63.916 14.898 13.569 -0.017 0 0
Si 65.245 16.261 14.956 0.015 0.005 0.008
Si 2.719 2.685 14.994 0.006 -0.011 -0.005
Si 65.259 5.359 14.919 0.009 0.003 -0.006
Si 2.782 8.1 14.918 -0.012 0.001 -0.01
Si 65.29 10.791 14.898 -0.013 -0.001 0.008
Si 2.732 13.544 14.979 -0.003 0.005 0.005
Si 5.5 16.269 15.044 -0.017 -0.008 0.013
Si 8.25 2.695 15.077 -0.014 -0.005 -0.004
Si 5.503 5.413 15.047 -0.015 -0.012 0.006
Si 8.268 8.152 15.091 0.004 0.003 -0.004
Si 5.501 10.853 15.015 0 -0.019 0.009
Si 8.275 13.56 15.072 -0.002 -0.003 0
Si 10.981 16.309 15.129 0.016 -0.004 -0.007
Si 13.713 2.748 15.147 0.008 0.001 -0.009
Si 10.994 5.45 15.132 -0.003 -0.009 -0.005
Si 13.701 8.199 15.18 0.003 -0.014 -0.003
Si 11 10.87 15.163 -0.013 0.002 -0.001
Si 13.7 13.593 15.187 -0.018 0.002 -0.002
Si 16.413 16.38 15.173 0.006 -0.004 -0.002
Si 19.109 2.812 15.163 -0.002 0.009 -0.003
Si 16.438 5.494 15.183 -0.001 0.004 -0.004
Si 19.12 8.246 15.194 -0.014 -0.005 -0.004
Si 16.414 10.95 15.192 0.01 0.008 -0.004
Si 19.138 13.682 15.185 0.002 0.017 -0.006
Si 21.775 16.437 15.131 -0.007 -0.013 -0.013
Si 24.491 2.898 15.051 0.001 0.001 -0.013
Si 21.826 5.572 15.109 -0.003 0.022 -0.012
Si 24.495 8.346 15.064 0.004 0.006 -0.003
Si 21.823 11.012 15.167 0.006 0.017 -0.004
Si 24.448 13.756 15.063 -0.001 0.001 0.001
Si 27.156 16.503 14.937 -0.028 -0.021 0.003
Si 29.92 2.932 14.896 0.029 0.017 -0.001
Si 27.192 5.656 14.993 0.002 0.011 0.005
Si 29.918 8.282 14.937 -0.025 -0.002 0.018
Si 27.175 11.052 14.961 0.012 0.006 -0.002
Si 29.891 13.791 14.901 0.024 0.002 0.015
Si 32.628 16.456 14.868 -0.025 -0.014 0.012
Si 35.351 2.82 14.924 -0.003 0 0.017
Si 32.651 5.553 14.906 -0.019 -0.003 0.015
Si 35.374 8.249 14.885 0.007 0 0.001
Si 32.64 10.995 14.835 -0.008 0.004 0.003
Si 35.378 13.682 14.869 -0.005 0.013 0.017
Si 38.066 16.386 14.907 -0.004 -0.007 0.004
Si 40.8 2.741 14.941 -0.007 0.004 0.001
Si 38.116 5.473 14.92 -0.011 -0.002 0.003
Si 40.784 8.172 14.974 -0.006 -0.01 0.013
Si 38.084 10.918 14.91 -0.004 -0.003 0.001
Si 40.78 13.616 14.933 -0.02 -0.013 0.003
Si 43.497 16.31 14.961 0 0.001 0.002
Si 46.209 2.688 14.954 0.001 0.001 0.009
Si 43.483 5.443 14.959 0.014 0 0.002
Si 46.177 8.117 14.939 0.006 -0.004 0.005
Si 43.499 10.856 14.962 0.003 0.007 0.002
Si 46.166 13.537 14.942 0.002 -0.007 0.002
Si 48.908 16.224 14.899 0 -0.01 0.001
Si 51.634 2.605 14.874 0.006 -0.002 0.001
Si 48.912 5.353 14.952 0 0.014 0.024
Si 51.622 8.001 14.912 -0.007 0.01 0.012
Si 48.875 10.782 14.914 0.023 0.012 0.011
Si 51.624 13.467 14.873 0.016 0.022 0.003
Si 54.331 16.198 14.861 0.02 0.008 -0.009
Si 57.074 2.603 14.903 0.007 -0.012 -0.005
Si 54.382 5.281 14.9 -0.007 0.009 0.002
Si 57.079 7.997 14.874 0.006 0 0.008
Si 54.323 10.716 14.864 0.017 -0.002 0.013
Si 57.037 13.472 14.831 0.025 -0.001 -0.001
Si 59.763 16.258 14.864 0.023 0.001 -0.008
Si 62.509 2.614 14.917 -0.017 -0.021 -0.003
Si 59.809 5.303 14.895 -0.002 -0.007 -0.007
Si 62.543 8.039 14.902 -0.001 -0.005 0.008
Si 59.795 10.737 14.836 0.006 -0.013 0.006
Si 62.518 13.535 14.861 0.019 0.007 0.01
O 3.51 1.49 22.853 0.031 0.307 0.634
O 2.333 15.907 21.713 0.494 0.355 -0.279
O 5.355 2.762 21.566 -0.108 -0.171 0.002
O 6.173 4.398 25.488 -0.6 0.478 0.196
O 64.129 1.379 23.163 -0.117 0.728 0.154
O 60.81 3.314 25.84 0.501 0.088 -0.21
O 1.552 3.579 23.002 -0.418 -0.3 0.164
O 3.78 9.415 24.014 -0.156 -0.109 0.538
O 2.34 11.398 25.061 -0.597 0.298 -0.095
O 4.473 7.115 22.918 0.022 -0.416 0.065
O 5.752 15.108 25.382 0.092 -0.139 0.376
O 3.596 11.8 22.851 -0.03 0.038 0.41
O 5.151 12.832 30.291 0.095 -0.092 0.149
O 5.32 13.566 22.057 0.073 -0.1 0.61
O 6.972 15.378 23.046 0.326 0.211 0.121
O 8.708 1.472 23.102 0.127 -0.096 0.068
O 6.6 4.481 22.936 0.398 0.458 0.226
O 9.433 6.262 23.286 -0.408 -0.326 0.027
O 10.918 8.175 22.352 -0.242 0.267 0.424
O 13.683 7.687 28.626 -0.444 -0.145 -0.591
O 6.254 8.995 23.217 0.268 -0.123 0.495
O 8.008 10.761 22.317 0.17 -0.066 0.482
O 9.58 12.482 23.395 0.512 -0.065 0.228
O 8.799 10.11 28.058 -0.2 0.606 0.332
O 11.332 16.286 24.93 -0.029 0.372 -0.338
O 12.16 14.46 23.267 -0.244 -0.421 0
O 13.656 16.458 22.41 0.136 -0.051 0.549
O 15.166 2.267 23.103 0.161 -0.2 0.245
O 10.8 2.685 22.191 0.183 -0.141 0
O 12.65 3.843 23.463 0.423 0.192 0.104
O 14.846 5.001 22.786 -0.629 -0.281 0.116
O 15.931 7.257 23.443 0.376 0.031 0.127
O 12.641 9.924 23.32 -0.089 -0.142 0.566
O 14.492 11.808 23.213 -0.213 0.04 0.464
O 16.278 13.565 22.406 0.178 -0.136 0.491
O 19.918 16.576 23.37 0.171 -0.284 0.02
O 20.67 14.977 27.3 -0.18 0.128 0.442
O 23.055 15.631 26.132 -0.016 -0.232 -0.04
O 17.209 3.876 23.158 0.115 -0.304 0.422
O 23.431 3.666 23.237 0.439 0.078 0.347
O 26.824 12.782 26.96 0.112 0.092 -0.223
O 17.408 9.388 23.302 0.335 0.162 0.386
O 19.141 10.979 22.363 0.177 0.138 0.268
O 20.869 12.666 23.313 -0.216 0.351 0.198
O 21.575 13.206 25.742 0.253 0.011 0.239
O 21.925 10.807 24.955 -0.098 -0.359 -0.403
O 23.195 15.328 23.535 -0.421 -0.204 0.107
O 26.556 1.761 23.053 0.666 0.062 0.174
O 26.881 1.695 28.047 -0.225 0.155 -0.084
O 19.116 5.434 22.314 0.002 -0.032 0.372
O 24.741 5.644 22.222 -0.067 0.059 0.369
O 26.777 7.089 23.058 -0.187 0.705 0.319
O 27.367 6.947 28.731 -0.042 -0.428 -0.264
O 22.819 8.443 23.378 0.237 -0.037 0.08
O 25.729 10.428 27.509 0.437 -0.083 0.425
O 26.014 12.56 23.223 0.315 -0.037 0.622
O 32.988 11.328 29.516 0.306 0.581 -0.208
O 27.682 14.189 22.142 0.09 0.002 0.635
O 31.828 16.226 25.272 0.242 -0.256 0.083
O 31.732 1.285 22.963 0.271 0.256 0.126
O 28.339 4.897 23.283 -0.296 -0.441 0.294
O 30.357 6.045 22.135 0.106 0.024 0.352
O 39.904 12.703 24.885 -0.147 -0.093 -0.512
O 29.586 7.25 27.427 -0.014 -0.202 0.064
O 35.74 7.416 27.104 0.238 0.194 -0.371
O 33.102 5.076 25.013 0.36 0.296 0.145
O 32.345 13.609 22.07 -0.103 0.078 0.641
O 33.857 15.72 22.804 -0.106 0.148 0.214
O 37.708 2.834 25.218 0.387 0.238 -0.451
O 41.988 4.801 25.111 0.482 -0.24 0.035
O 35.579 0.489 27.692 0.175 -0.056 0.049
O 35.341 5.561 22.197 0.182 -0.065 0.102
O 37.419 7.055 23.096 0.216 -0.249 0.254
O 40.595 10.944 22.28 -0.108 -0.233 0.205
O 32.034 5.564 27.364 -0.738 -0.5 -0.012
O 33.989 10.267 23.205 -0.291 -0.105 0.503
O 36.255 11.437 22.776 -0.002 -0.402 0.289
O 37.896 13.422 22.016 -0.064 0.019 0.156
O 39.098 15.253 23.224 -0.229 0.062 0.627
O 41.148 0.33 22.7 -0.15 -0.355 -0.045
O 42.864 2.183 23.116 -0.317 0.227 0.294
O 44.647 15.388 31.577 0.317 -0.271 -0.451
O 39.527 5.435 24.967 -0.396 -0.427 -0.198
O 43.538 8.062 30.544 0.119 -0.623 0.031
O 43.653 6.543 26.272 0.019 0.508 -0.195
O 46.739 9.652 24.549 0.271 -0.054 -0.07
O 42.055 12.819 23.406 0.632 -0.112 0.318
O 42.083 15.16 30.624 -0.335 -0.203 0.364
O 44.845 14.655 23.012 -0.241 -0.428 0.001
O 46.325 16.35 21.923 -0.115 0.032 -0.035
O 46.912 15.482 24.619 0.379 0.081 -0.42
O 49.499 2.345 25.283 -0.605 0.187 0.428
O 35.947 8.83 29.906 -0.207 -0.393 -0.148
O 45.186 3.197 23.106 0.463 -0.083 0.219
O 46.362 5.336 22.26 -0.153 -0.106 0.485
O 48.349 6.873 23.03 -0.074 -0.282 0.391
O 44.257 2.639 28.008 -0.371 0.332 -0.031
O 47.059 11.762 23.037 -0.158 0.139 0.424
O 48.966 13.411 22.182 -0.195 -0.075 0.388
O 51.488 13.416 26.385 -0.161 -0.078 -0.038
O 51.09 14.861 22.75 0.44 -0.373 0.185
O 51.933 4.071 29.486 -0.008 0.136 0.328
O 51.685 3.781 25.383 -0.363 0.242 -0.521
O 52.915 0.465 23.054 0.513 -0.02 0.545
O 49.838 3.543 22.954 -0.382 0.19 0.532
O 51.679 5.158 22.003 0.072 -0.153 0.294
O 53.078 16.215 28.357 0.328 0.12 -0.459
O 56.294 1.717 24.613 -0.506 -0.527 -0.073
O 49.899 8.988 23.074 -0.06 0.02 0.192
O 52.509 11.124 25.547 -0.174 0.018 -0.106
O 51.711 10.643 22.068 0.176 0.186 0.69
O 53.526 12.45 22.582 0.141 0.182 0.207
O 55.409 14.199 22.985 -0.131 0.245 0.372
O 56.989 15.986 21.95 0.1 0.11 0.321
O 59.809 0.931 26.931 -0.069 -0.075 0.131
O 56.212 3.985 23.382 0.28 0.307 0.168
O 54.452 2.411 22.191 -0.196 0.043 0.127
O 60.424 7.04 24.794 0.445 0.297 -0.624
O 58.377 6.856 23.106 -0.663 -0.2 0.053
O 59.69 9.683 25.843 -0.103 0.283 -0.612
O 57.163 10.749 21.852 -0.007 -0.034 0.093
O 58.34 12.175 27.162 0.625 -0.136 0.002
O 54.199 15.795 30.694 0.177 -0.294 0.344
O 60.917 12.827 24.814 0.162 -0.573 0.11
O 60.202 14.479 22.914 -0.411 0.283 0.086
O 63.167 13.917 25.823 -0.097 0.557 -0.083
O 64.353 15.248 23.674 -0.444 0.194 0.229
O 60.308 3.659 23.213 -0.346 -0.263 -0.014
O 62.689 4.582 23.141 0.401 -0.443 0.257
O 65.289 8.205 22.1 0.236 -0.263 0.185
O 1.54 10.156 22.9 -0.478 0.202 0.189
O 60.143 8.509 22.078 0.205 0.165 0.549
O 63.836 12.635 23.031 -0.249 -0.159 0.584
O 0.287 13.406 24.947 0.861 0.05 0.054
O 3.324 2.836 27.517 -0.249 0.377 -0.145
O 5.625 3.076 28.745 0.099 0.438 0.263
O 5.204 7.643 25.359 0.008 -0.265 0.15
O 5.215 8.877 27.67 -0.193 -0.084 0.791
O 1.706 0.707 27 0.312 -0.764 -0.085
O 2.706 5.511 21.868 -0.013 -0.012 0.31
O 4.143 3.908 23.921 -0.059 0.016 -0.005
O 2.691 12.377 27.573 -0.478 -0.087 0.439
O 3.102 8.603 30.253 0.062 0.037 -0.282
O 3.291 14.903 28.644 -0.216 0.099 0.117
O 7.58 1.512 27.84 -0.472 -0.243 -0.179
O 7.288 0.659 30.763 -0.01 0.325 -0.497
O 7.829 0.333 25.178 0.134 -0.065 0.711
O 6.255 2.164 24.096 -0.45 -0.382 0.041
O 10.118 7.896 27.856 0.244 -0.374 0.334
O 12.245 4.278 31.939 0.025 -0.241 -0.402
O 9.168 8.574 30.259 0.034 -0.519 0.173
O 9.389 9.248 25.689 -0.295 -0.009 -0.711
O 3.521 11.014 31.058 0.187 -0.154 0.197
O 8.074 13.999 24.978 -0.322 -0.061 0.178
O 15.526 1.038 29.067 -0.332 0.131 0.407
O 15.465 5.349 27.355 0.183 0.709 -0.462
O 15.52 3.925 25.124 0.535 -0.295 0.066
O 58.393 13.509 24.829 -0.481 -0.03 -0.076
O 65.491 14.625 30.114 -0.324 -0.205 0.146
O 15.001 9.504 24.41 0.053 -0.222 0.109
O 11.724 11.677 27.553 -0.234 -0.112 -0.449
O 10.67 13.761 25.35 0.074 -0.119 0.745
O 12.39 14.093 28.382 0.091 0.095 0.379
O 17.697 12.935 30.478 -0.275 0.012 -0.649
O 16.921 2.038 27.095 0.263 0.461 -0.647
O 21.931 3.758 25.333 -0.517 -0.169 0.207
O 22.752 15.234 28.782 -0.157 -0.389 0.083
O 22.907 1.419 24.569 0.239 0.116 0.373
O 20.619 7.117 23.468 -0.298 -0.031 0.357
O 19.37 12.646 27.123 -0.314 0.189 0.062
O 33.909 9.57 27.575 0.434 0.088 0.073
O 22.605 6.31 25.053 0.173 -0.112 -0.294
O 31.618 9.761 31.077 -0.195 -0.518 0.474
O 26.98 15.281 27.791 -0.016 0.097 -0.529
O 25.163 11.454 25.334 -0.284 -0.043 0.243
O 25.226 16.525 24.847 0.128 -0.316 0.182
O 25.571 2.735 25.272 -0.595 -0.138 0.259
O 27.078 6.174 32.883 0.159 0.144 -0.552
O 29.701 16.225 22.075 -0.024 -0.018 0.619
O 24.223 4.697 26.349 0.229 -0.096 0.514
O 1.271 10.346 29.702 0.185 0.478 -0.203
O 25.745 10.895 31.085 0.274 0.185 0.315
O 30.322 11.565 22.098 -0.2 0.216 0.293
O 27.669 10.813 29.294 -0.166 0.08 -0.282
O 28.728 10.05 23.357 -0.159 -0.126 0.13
O 9.054 15.075 30.507 0.193 -0.245 0.461
O 24.479 10.427 22.952 0.507 -0.198 0.23
O 58.636 14.819 27.063 0.078 -0.128 0.835
O 51.733 1.563 26.691 0.575 -0.189 -0.195
O 31.054 0.815 29.908 -0.054 -0.219 0.144
O 35.371 16.426 30.25 0.374 0.173 0.38
O 28.759 4.504 31.797 -0.212 -0.353 -0.167
O 46.878 4.039 29.938 0.265 0.577 -0.509
O 33.711 11.006 32.08 0.126 0.445 -0.272
O 39.431 7.918 24.883 0.514 0.328 -0.159
O 34.722 12.766 24.375 -0.567 0.193 0.176
O 35.564 14.598 26.247 -0.142 -0.127 0.707
O 40.593 11.095 30.175 -0.534 0.462 0.03
O 6.552 15.448 32.713 -0.22 0.017 -0.349
O 36.012 1.038 22.795 -0.17 0.295 0.324
O 33.314 3.85 22.725 -0.565 -0.11 -0.065
O 38.584 9.369 22.921 -0.242 0.384 0
O 46.46 13.941 32.728 -0.002 0.027 -0.401
O 38.807 12.821 27.301 0.03 -0.159 0.265
O 43.189 10.508 29.938 -0.238 -0.069 -0.59
O 56.786 3.464 28.969 0.207 -0.158 -0.044
O 17.047 8.432 25.651 -0.037 -0.517 0.031
O 39.65 0.95 24.822 0.2 0.179 0.281
O 2.273 2.603 25.245 -0.24 -0.077 -0.1
O 44.163 2.867 25.436 -0.313 0.301 0.259
O 26.704 4.152 27.138 -0.01 0.616 0.496
O 44.789 10.336 23.133 -0.554 0.165 0.438
O 45.489 4.741 26.734 0.362 0.085 -0.131
O 9.434 8.577 32.821 -0.246 0.318 0.18
O 32.141 11.594 26.984 0.495 -0.016 -0.235
O 45.592 7.041 28.059 -0.161 -0.275 0.371
O 50.723 6.801 24.275 -0.217 -0.605 0.215
O 44.444 12.944 27.413 0.36 -0.373 0.709
O 20.668 0.743 30.086 -0.537 -0.387 0.159
O 39.972 1.948 31.217 0.117 -0.212 -0.138
O 14.519 2.931 27.386 -0.56 -0.449 0.012
O 45.487 11.999 25.13 -0.307 -0.283 -0.101
O 50.424 0.988 23.277 0.006 -0.094 -0.635
O 49.49 3.43 30.15 0.193 0.471 0.383
O 24.781 7.607 32.43 -0.221 0.523 -0.138
O 50.482 12.501 30.665 0.077 -0.075 -0.701
O 52.425 14.086 29.8 -0.325 -0.315 -0.265
O 60.165 3.112 30.447 -0.76 -0.136 0.395
O 53.13 6.999 23.021 0.419 0.468 0.115
O 44.173 4.721 29.86 0.146 0.363 -0.372
O 36.384 11.375 29.715 -0.346 -0.178 0.152
O 52.459 8.567 24.95 -0.552 0.218 -0.412
O 58.188 10.467 29.291 -0.035 0.3 0.596
O 8.681 15.421 27.91 -0.096 -0.299 -0.742
O 11.921 9.243 26.476 0.118 -0.108 -0.306
O 54.195 5.6 29.433 0.638 -0.134 -0.184
O 42.498 14.838 27.97 0.183 0.3 -0.329
O 55.313 9.37 22.976 -0.659 -0.18 0.19
O 54.749 9.719 25.543 0.261 -0.271 0.386
O 52.828 9.221 27.396 0.199 -0.146 0.212
O 58.026 7.614 25.608 -0.415 -0.195 0.348
O 55.535 11.797 24.137 0.641 0.107 0.134
O 53.875 12.505 27.227 -0.292 -0.247 0.581
O 53.646 13.508 24.879 0.11 0.489 -0.158
O 58.469 1.444 22.846 0.37 0.315 0.145
O 19.774 7.223 29.964 -0.169 0.367 0.039
O 58.843 7.864 28.578 -0.634 -0.102 0.01
O 51.556 15.708 25.111 0.661 0.248 0.278
O 29.63 16.321 26.645 -0.095 -0.149 0.089
O 64.534 11.769 26.613 0.584 -0.465 -0.101
O 59.425 5.637 29.877 -0.199 0.231 0.223
O 38.045 2.684 22.186 0.181 -0.208 0.216
O 59.206 12.096 22.812 0.334 -0.041 0.068
O 35.613 10.644 25.324 -0.235 -0.116 0.338
O 62.213 16.145 22.132 -0.021 0.079 0.316
O 60.722 0.538 30.16 -0.009 -0.247 -0.389
O 64.657 0.716 25.731 -0.623 -0.051 0.131
O 0.596 5.146 26.949 -0.005 0.043 0.263
O 61.874 5.037 29.994 0.063 0.368 -0.132
O 64.685 8.893 30.545 -0.097 0.492 0.381
O 9.59 1.017 29.432 0.417 0.357 0.002
O 62.679 2.173 30.457 0.176 -0.076 -0.236
O 0.825 13.772 22.407 0.139 -0.351 0.083
O 4.5 10.985 26.401 0.147 0.05 -0.549
O 3.032 6.023 30.261 0.147 -0.006 -0.05
O 34.085 4.473 28.533 -0.09 -0.409 -0.148
O 46.136 7.13 25.52 -0.035 -0.228 -0.426
O 2.165 5.27 24.896 0.286 0.314 0.067
O 42.285 12.476 28.779 -0.09 -0.256 -0.177
O 2.206 9.717 26.975 0.05 -0.01 0.286
O 6.16 11.171 28.516 0.386 -0.356 0.122
O 63.078 14.537 29.037 -0.039 0.492 0.202
O 2.485 13.306 30.532 -0.215 -0.195 -0.204
O 2.41 15.959 30.776 -0.071 0.51 0.283
O 5.162 1.305 32.249 -0.107 0.058 -0.486
O 5.04 15.569 30.597 0.145 -0.512 -0.052
O 8.391 3.014 25.249 0.595 -0.008 0.072
O 12.034 2.375 25.636 0.478 -0.025 0.229
O 10.71 4.57 24.958 -0.167 -0.219 -0.104
O 7.741 4.117 27.562 0.079 0.264 0.266
O 29.451 8.493 29.758 -0.351 -0.073 0.153
O 64.289 9.768 28.158 0.029 -0.176 -0.321
O 56.282 13.648 26.559 -0.166 0.278 -0.549
O 10.031 1.204 26.865 -0.151 0.329 -0.026
O 9.061 11.83 25.972 0.113 0.099 0.427
O 13.184 4.69 25.938 -0.054 0.315 -0.081
O 46.879 13.747 26.581 0.322 -0.236 0.301
O 17.092 5.562 32.961 -0.103 -0.204 -0.63
O 45.496 9.354 29.381 0.306 0.39 0.038
O 7.535 7.806 28.495 -0.008 0.017 -0.259
O 12.097 10.537 32.201 0.227 -0.201 -0.26
O 14.674 5.594 29.836 0.086 -0.458 0.378
O 40.249 4.015 23.007 0.094 -0.073 0.016
O 21.945 5.211 27.461 0.004 0.251 0.012
O 36.714 7.19 31.822 0.381 -0.161 -0.645
O 28.344 6.827 25.138 -0.19 0.066 0.028
O 16.294 3.619 29.169 0.156 -0.178 0.504
O 19.14 1.18 28.054 -0.207 0.128 0.199
O 26.262 5.26 24.832 -0.582 0.083 0.156
O 14.87 9.39 30.259 0.442 0.675 0.233
O 15.658 13.233 32.042 0.164 -0.234 -0.252
O 18.438 0.541 25.562 -0.186 0.326 -0.082
O 20.759 10.422 27.359 0.259 -0.222 0.161
O 25 8.111 28.249 -0.362 -0.449 -0.508
O 41.721 3.582 30.026 -0.156 -0.353 -0.407
O 48.621 8.084 25.291 0.2 -0.275 0.494
O 19.89 12.622 31.862 -0.102 0.45 -0.235
O 24.866 16.645 28.597 -0.032 0.186 -0.514
O 21.723 1.003 27.626 0.436 0.507 -0.477
O 26.443 1.612 32.136 -0.022 0.012 -0.177
O 41.193 15.007 24.756 0.585 0.418 0.441
O 1.397 14.371 32.563 0.054 -0.526 0.041
O 29.901 8.644 32.949 -0.203 0.133 -0.276
O 19.112 3.573 32.98 -0.255 0.039 -0.718
O 23.807 12.488 30.779 -0.661 0.139 0.161
O 23.839 10.236 29.339 -0.365 0.069 -0.168
O 23.241 9.595 26.903 -0.007 0.071 -0.189
O 27.672 10.663 25.66 -0.149 -0.159 0.001
O 25.072 6.437 30.176 0.115 -0.599 0.109
O 42.192 12.969 26.106 -0.032 -0.207 -0.111
O 30.849 13.877 26.285 0.228 -0.157 -0.312
O 30.399 3.43 29.997 0.321 0.355 -0.182
O 33.439 1.278 28.931 -0.3 0.644 -0.024
O 30.034 14.209 32.881 0.191 -0.075 -0.619
O 60.977 13.17 29.976 0.141 -0.253 0.052
O 62.523 5.88 25.543 0.325 -0.493 0.55
O 34.811 0.439 25.05 -0.54 0.295 0.064
O 47.966 1.726 23.078 -0.064 0.343 0.295
O 29.561 11.828 27.505 -0.031 -0.081 0.019
O 59.917 12.292 32.202 0.26 -0.32 -0.125
O 56.544 3.81 26.267 -0.112 0.474 0.122
O 32.871 0.516 32.976 -0.136 -0.047 -0.619
O 58.861 5.07 24.973 -0.237 -0.007 0.081
O 35.144 13.753 29.953 -0.175 -0.282 -0.692
O 58.244 13.301 30.403 -0.26 0.035 -0.789
O 4.057 0.723 25.988 0.4 0.26 0.306
O 23.172 1.065 30.442 0.221 0.617 0.207
O 9.815 4.761 30.718 0.259 -0.376 -0.156
O 35.426 9.196 32.548 0.627 -0.118 0.089
O 0.923 8.047 28.426 0.166 -0.704 0.055
O 25.699 13.435 29.218 -0.432 -0.149 -0.253
O 47.929 1.801 28.92 0.573 -0.033 0.054
O 39.123 15.92 31.97 -0.384 -0.356 -0.273
O 32.467 8.203 22.238 0.169 -0.139 0.654
O 65.428 11.516 33.316 -0.158 -0.097 -0.444
O 37.037 8.644 25.076 -0.395 -0.183 0.216
O 41.411 6.368 23.127 -0.257 0.07 0.31
O 50.88 14.9 31.794 -0.219 0.122 -0.363
O 57.688 13.227 33.017 -0.388 0.127 0.485
O 14.657 15.206 27.801 0.227 -0.155 -0.319
O 42.397 12.402 31.573 0.37 -0.057 -0.15
O 38.253 0.782 29.719 -0.54 0.14 -0.083
O 38.519 15.374 27.798 -0.084 0.144 -0.556
O 46.794 9.142 27.043 0.14 0.472 0.084
O 40.666 16.584 28.758 0.175 0.639 0.078
O 47.792 8.116 29.148 -0.133 -0.419 -0.127
O 61.348 2.396 28.252 0.509 0.302 -0.443
O 45.076 2.328 30.472 0.24 -0.196 0.314
O 52.257 7.222 29.115 -0.424 -0.463 -0.185
O 17.635 15.056 32.085 0.29 -0.161 -0.472
O 57.296 9.915 24.565 0.483 0.347 -0.122
O 28.884 1.659 31.106 0.106 0.461 -0.263
O 13.37 7.468 31.201 -0.56 -0.11 0.217
O 43.639 5.847 33.004 -0.088 0.154 -0.24
O 40.241 14.06 29.197 -0.022 -0.314 0.552
O 6.969 10.246 26.179 -0.197 -0.023 -0.473
O 47.754 16.274 26.999 0.472 -0.086 -0.003
O 47.715 2.147 31.603 -0.312 -0.131 -0.063
O 43.396 0.654 29.706 -0.337 -0.103 -0.28
O 56.684 15.154 31.866 -0.038 0.278 -0.237
O 16.228 0.759 32.998 -0.104 0.092 -0.531
O 64.399 7.014 32.348 0.503 -0.329 -0.254
O 7.368 5.648 29.927 0.173 0.249 -0.011
O 17.184 15.816 27.71 0.392 -0.392 -0.223
O 54.273 10.845 30.605 -0.133 0.431 -0.422
O 62.495 3.173 32.916 0.211 -0.516 0.33
O 50.789 8.054 32.824 0.276 -0.169 0.187
O 49.212 14.58 25.665 0.094 -0.17 -0.455
O 29.529 5.9 29.705 0.309 0.149 0.114
O 56.08 11.826 28.403 -0.331 -0.115 0.491
O 49.021 10.294 30.031 -0.405 0.198 -0.411
O 23.418 5.378 32.078 -0.069 -0.308 -0.548
O 28.963 2.648 27.078 0.362 0.321 -0.016
O 53.032 5.983 25.4 0.42 0.167 0.137
O 28.309 13.341 29.11 0.138 0.38 0.421
O 62.221 8.033 31.07 0.1 0.122 -0.185
O 56.491 10.254 31.974 0.521 0.065 -0.437
O 60.82 15.273 25.633 0.095 0.506 -0.081
O 54.592 11.483 33.096 0.265 -0.325 0.661
O 58.89 3.255 27.612 0.233 -0.07 0.21
O 65.214 14.13 27.509 0.481 -0.07 0.045
O 60.169 7.372 32.556 0.201 -0.286 -0.21
O 13.079 14.517 25.819 0.667 -0.165 -0.114
O 64.094 4.242 31.13 0.313 0.21 0.333
O 58.613 2.589 25.002 -0.087 0.202 0.639
O 63.908 4.372 28.484 -0.647 -0.206 -0.236
O 63.977 6.552 29.84 0.255 0.183 -0.55
O 61.229 13.422 27.432 -0.307 0.077 0.055
O 54.898 14.285 28.735 0.445 0.331 0.339
O 40.886 8.499 29.939 0.084 -0.262 -0.681
O 64.739 16.515 28.352 -0.17 0.344 0.07
O 1.24 0.414 23.939 0.256 -0.119 0.528
O 21.357 5.203 30.037 0.119 -0.37 0.15
O 24.43 15.095 30.738 0.223 0.309 0.271
O 14.197 2.764 32.966 0.222 -0.146 -0.641
O 3.319 2.9 33.233 0.261 -0.062 -0.49
O 1.774 4.505 31.977 -0.656 0.04 -0.223
O 13.341 11.202 25.511 0.194 0.619 -0.046
O 62.706 8.166 0.34 -0.024 0.022 0.074
O 34.562 14.93 32.225 0.489 -0.189 0.084
O 4.012 7.406 32.346 -0.107 0.082 -0.18
O 1.701 9.653 32.266 -0.235 -0.316 -0.172
O 32.996 15.301 30.128 -0.376 -0.54 -0.071
O 38.301 10.796 25.737 0.384 -0.37 -0.042
O 63.427 13.692 33.237 -0.145 -0.017 -0.628
O 19.373 14.478 25.098 -0.204 -0.398 0.016
O 50.52 5.511 31.995 -0.228 -0.128 -0.726
O 9.549 1.051 32.055 -0.13 0.196 -0.211
O 7.733 4.255 32.209 0.291 -0.403 0.052
O 37.272 16.596 25.696 0.252 -0.367 -0.19
O 5.9 5.797 33.19 -0.049 -0.055 -0.142
O 62.223 10.631 22.099 0.157 0.099 0.34
O 11.783 12.139 30.141 0.257 -0.14 -0.05
O 59.793 9.076 30.689 -0.237 0.124 0.247
O 5.802 11.323 33.327 -0.235 -0.131 -0.57
O 8.607 13.951 33.333 0.017 -0.021 -0.664
O 10.797 12.801 32.506 0.521 0.577 -0.137
O 57.776 2.789 32.926 -0.011 0.09 -0.122
O 7.959 3.133 29.912 0.111 -0.586 0.286
O 18.118 10.318 27.309 -0.342 0.193 -0.024
O 46.482 2.289 26.721 0.122 0.293 -0.441
O 61.131 9.895 32.67 -0.204 0.443 -0.16
O 12.432 16.562 27.291 0.075 0.431 0.345
O 15.836 7.52 31.923 0.539 0.044 -0.609
O 14.211 9.272 32.895 0.445 -0.1 -0.022
O 9.69 10.839 31.292 -0.445 0.394 -0.469
O 41.94 6.141 29.88 -0.234 0.091 -0.153
O 11.582 16.296 33.148 0.265 0.126 -0.629
O 13.627 14.385 33.131 -0.344 -0.253 -0.482
O 44.76 0.692 24.211 0.196 -0.07 0.3
O 50.279 8.815 28.233 -0.057 -0.127 -0.562
O 21.226 2.116 32.159 0.461 0.316 -0.338
O 64.866 5.551 24.535 0.229 -0.205 -0.275
O 9.933 13.255 28.718 -0.295 -0.276 -0.258
O 19.46 5.326 28.2 -0.15 -0.379 -0.264
O 20.746 6.538 32.309 -0.165 -0.385 0.3
O 19.358 8.658 32.95 -0.092 0.224 -0.278
O 48.1 12.146 31.76 -0.353 0.008 -0.349
O 18.129 10.652 31.837 -0.389 -0.188 -0.328
O 8.502 5.68 25.638 -0.405 0.532 0.46
O 3.985 1.075 29.193 0.269 -0.228 0.133
O 51.102 1.522 29.182 -0.176 -0.321 0.622
O 22.124 15.982 32.289 -0.265 -0.253 -0.023
O 32.362 5.634 30.085 -0.353 -0.065 0.043
O 33.703 7.137 28.584 -0.214 0.307 0.508
O 53.412 4.249 27.335 0.312 0.2 0.099
O 20.786 3.099 28.73 0.142 -0.003 0.294
O 23.429 10.038 31.905 -0.049 -0.7 -0.492
O 59.777 0.985 32.539 0.123 0.114 -0.132
O 21.787 11.472 33.129 0.097 0.246 -0.135
O 55.922 1.552 30.723 0.386 -0.266 -0.092
O 29.744 9.024 25.532 0.224 -0.029 0.433
O 33.334 7.482 26.033 -0.112 0.282 -0.643
O 24.626 3.331 32.983 0.097 -0.162 -0.593
O 65.398 2.607 27.504 0.046 0.021 0.033
O 53.1 9.048 32.287 0.078 0.412 0.23
O 11.99 5.851 29.866 -0.14 -0.25 -0.716
O 30.034 11.198 29.909 0.091 0.114 0.642
O 31.872 15.705 27.85 0.089 -0.287 0.075
O 31.727 6.86 32.193 -0.304 -0.022 -0.392
O 30.169 11.562 25.096 0.104 0.003 -0.242
O 24.294 14.413 33.263 -0.01 -0.079 -0.104
O 26.079 13.367 31.874 0.49 -0.214 -0.169
O 28.067 15.839 32.314 -0.411 -0.43 -0.031
O 27.022 16.408 30.092 -0.071 -0.522 0.095
O 31.21 2.298 32.134 -0.147 0.368 0.018
O 37.312 13.066 25.104 -0.077 0.169 -0.01
O 37.425 1.618 32.047 0.08 -0.165 -0.154
O 35.533 3.246 32.913 0.03 -0.095 -0.346
O 3.359 14.425 26.149 -0.447 -0.091 -0.164
O 33.679 5.002 32.206 0.09 -0.102 -0.243
O 34.116 7.379 31.22 0.008 0.171 -0.126
O 41.016 6.704 26.68 0.09 0.515 0.431
O 54.282 3.585 25.007 -0.307 -0.418 -0.018
O 50.189 3.432 27.598 -0.227 0.224 0.025
O 41.844 3.067 32.605 0.216 0.346 0.11
O 37.739 13.582 29.604 0.203 0.077 0.097
O 54.343 3.09 29.54 -0.346 -0.377 0.127
O 21.076 2.573 23.105 -0.099 0.594 -0.123
O 39.906 4.487 31.857 -0.405 0.398 -0.348
O 38.347 5.921 33.202 -0.08 0.14 -0.051
O 31.673 12.44 31.75 0.058 0.234 -0.493
O 35.722 2.62 29.341 0.215 0.008 0.397
O 41.678 7.423 32.209 -0.358 0.068 0.048
O 39.649 9.44 31.989 -0.2 -0.575 -0.114
O 36.613 12.935 31.89 -0.346 0.061 -0.099
O 38.242 11.33 33.002 -0.02 -0.134 -0.169
O 57.3 9.758 27.072 -0.263 -0.238 0.18
O 27.682 1.117 25.304 -0.006 -0.506 -0.086
O 53.29 6.55 31.696 -0.136 -0.761 0.103
O 42.933 0.725 32.364 0.115 -0.089 -0.099
O 28.144 10.246 31.864 -0.088 0.456 -0.093
O 45.512 4.289 32.133 0.579 -0.06 0.002
O 48.381 6.834 32.431 -0.145 -0.483 -0.418
O 46.484 8.495 33.008 0.17 0.077 -0.229
O 44.801 10.045 31.874 -0.047 0.251 -0.07
O 35.693 3.171 26.874 -0.412 -0.572 0.097
O 40.807 14.062 32.854 0.024 -0.107 -0.181
O 63.257 7.023 23.125 -0.518 0.388 0.382
O 42.474 4.749 27.761 -0.133 -0.324 -0.033
O 52.618 12.992 32.177 -0.148 0.081 -0.277
O 49.258 16.717 32.755 0.156 0.042 -0.151
O 3.594 15.472 23.904 0.224 -0.591 -0.393
O 51.896 3.376 32.881 0.133 0.107 -0.593
O 58.355 16.299 24.994 -0.184 -0.28 -0.007
O 23.414 12.635 23.835 0.087 0.473 -0.039
O 52.109 9.683 29.879 -0.285 0.389 0.074
O 36.779 9.84 27.591 -0.004 -0.026 0.054
O 1.031 7.472 25.849 -0.455 0.35 -0.541
O 50.032 10.555 32.382 0.186 0.136 0.052
O 1.116 4.34 29.372 -0.012 0.093 0.188
O 60.395 6.069 27.341 -0.003 -0.597 0.04
O 55.84 12.775 31.168 -0.45 0.266 -0.386
O 55.1 16.723 32.987 -0.119 0.412 0.286
O 59.722 14.862 31.595 -0.302 0.088 0.524
O 49.884 7.701 30.486 0.15 -0.071 -0.518
O 60.573 4.866 32.295 -0.185 0.137 0.102
O 16.057 14.915 29.982 -0.31 0.039 0.185
O 30.201 1.926 24.956 -0.141 0.613 -0.407
O 57.84 8.403 33.104 -0.249 0.084 -0.193
O 56.059 4.074 31.496 0.007 0.3 -0.078
O 17.24 6.11 29.304 -0.188 -0.024 0.321
O 18.483 7.778 27.75 0.441 -0.005 -0.127
O 36.584 5.151 28.325 0.266 -0.035 0.443
O 61.978 15.768 32.286 0.473 0.214 -0.324
O 17.625 15.455 23.448 -0.533 -0.053 0.085
O 7.394 9.789 32.019 -0.223 -0.128 -0.556
O 62.96 11.941 28.749 0.043 -0.218 0.655
O 62.22 10.641 26.567 -0.146 0.151 -0.739
O 64.56 1.836 32.225 0.31 -0.082 -0.397
O 3.429 3.464 30.129 0.134 -0.228 0.194
O 19.385 11.293 29.48 0.451 -0.383 0.114
O 38.459 9.662 29.617 0.157 -0.22 -0.132
O 44.663 14.603 25.511 -0.426 0.193 0.103
O 38.343 6.727 27.039 0.213 0.228 0.553
O 7.412 13.45 29.164 -0.044 0.054 0.04
O 24.675 0.36 22.02 -0.219 0.188 -0.145
O 13.873 10.232 27.928 0.296 0.368 0.227
O 36.099 14.889 23.705 0.27 -0.125 -0.446
O 43.368 8.154 22.422 0.029 -0.002 0.627
O 4.055 13.136 32.62 -0.334 0.555 -0.163
O 21.279 8.453 25.615 -0.418 -0.187 0.411
O 0.357 16.132 0.142 0.052 0.255 -0.081
O 54.36 8.273 30.126 0.685 0.167 -0.457
O 10.793 7.091 25.423 0.464 -0.035 -0.185
O 36.64 5.288 25.707 -0.11 0.2 -0.417
O 30.955 6.678 25.253 -0.077 0.031 -0.434
O 38.898 1.607 27.258 -0.106 0.73 0.148
O 61.761 8.167 26.692 0.655 0.053 0.482
O 22.581 7.389 30.705 -0.073 0.323 -0.058
O 5.176 13.426 27.751 0.371 0.306 -0.36
O 45.708 0.541 28.528 -0.26 -0.6 -0.191
O 35.208 3.517 24.391 0.175 0.031 -0.192
O 26.573 8.627 30.39 -0.243 -0.04 0.086
O 27.942 3.803 29.334 -0.461 -0.153 -0.03
O 5.641 6.316 27.736 -0.086 -0.542 -0.358
O 16.06 8.795 28.02 0.162 -0.224 0.232
O 5.398 7.278 30.138 0.121 0.227 0.021
O 53.434 1.76 31.725 -0.095 0.316 -0.667
O 31.452 9.5 28.454 -0.163 -0.569 -0.485
O 57.813 5.585 27.794 -0.553 0.327 -0.227
O 60.522 9.848 28.316 0.299 0.374 0.225
O 10.912 6.456 32.338 -0.012 0.083 -0.201
O 50.672 15.662 27.574 -0.527 -0.19 0.46
O 32.797 2.462 24.962 -0.012 -0.134 0.199
O 3.235 7.28 27.178 -0.129 -0.462 0.073

Results
total energy: -406600.175 eV
total energy less fixed offsets of O -438.35, Si -107.03 eV per atom: 12.625 eV
